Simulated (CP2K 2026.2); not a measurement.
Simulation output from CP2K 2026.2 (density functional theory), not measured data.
Periodic cell of 2016 atoms, Si1440O576, from a study of silicon, its oxide and their interface. The atomic structure is a simulated model.
Doubt: the forces sum to 8.58 eV/angstrom along one axis rather than to zero, so they err by at least 0.0043 eV/angstrom per atom on average; the grid cutoff is modest.

Settings: functional PBE; method Gaussian and plane waves; basis set DZVP-MOLOPT-SR-GTH; pseudopotentials GTH-PBE; grid cutoff 300 Ry, relative cutoff 40 Ry; k points Gamma only; occupations fixed; spin none; net charge 0.

Cell vectors (angstrom)
a	65.28	0	0
b	0	16.32	0
c	0.3108	0.7727	33.5434

Atoms and the computed forces on them: element, x, y, z (angstrom), force x, y, z (eV/angstrom)
Si	1.422	-0.995	0.314	0.148	-0.384	0.676
Si	4.237	1.187	0.216	-0.042	0.209	0.71
Si	1.318	4.44	0.097	0.025	-0.303	0.688
Si	4.357	6.584	0.101	-0.156	0.209	0.754
Si	1.312	-6.688	0.258	0.26	-0.142	0.738
Si	4.063	-3.977	-0.276	-0.129	0.077	0.785
Si	6.523	-0.934	0.166	0.027	-0.165	0.678
Si	9.701	1.193	0.302	-0.04	0.134	0.726
Si	6.534	4.334	0.089	0.237	-0.125	0.752
Si	9.468	7.006	0.239	0.034	-0.254	0.702
Si	7.178	9.108	0.082	-0.244	0.255	0.804
Si	9.667	-4.378	-0.002	-0.177	0.225	0.683
Si	11.761	-1.146	-0.026	0.283	-0.192	0.713
Si	14.671	1.373	-0.056	0.217	-0.133	0.716
Si	12.609	3.76	0.023	-0.179	0.085	0.785
Si	15.256	6.533	0.352	-0.08	0.083	0.686
Si	11.969	-6.582	0.024	0.226	-0.216	0.723
Si	15.038	-4.404	0.214	-0.062	0.24	0.636
Si	17.902	-1.622	0.104	-0.212	0.09	0.75
Si	20.608	1.015	0.277	-0.076	0.166	0.757
Si	17.316	4.179	0.118	0.295	-0.134	0.717
Si	20.687	6.473	0.064	-0.286	0.13	0.734
Si	17.428	-6.432	0.101	0.154	-0.234	0.729
Si	20.072	12.527	0.341	0.061	0.06	0.709
Si	22.979	-0.989	0.303	0.004	-0.265	0.681
Si	26.01	1.022	0.112	-0.063	0.282	0.744
Si	22.781	4.165	0.263	0.216	-0.01	0.708
Si	25.519	7.077	0.01	0.091	-0.179	0.756
Si	23.27	9.27	-0.007	-0.173	0.156	0.782
Si	25.903	-4.157	0.036	-0.266	0.169	0.711
Si	28.202	-1.253	0.044	0.212	-0.069	0.672
Si	30.905	1.614	0.029	0.174	-0.115	0.777
Si	28.747	3.885	0.124	-0.157	0.079	0.755
Si	31.562	6.644	0.028	-0.255	0.139	0.701
Si	28.11	-6.423	0.038	0.219	-0.121	0.711
Si	31.647	-4.139	-0.052	-0.548	0.278	0.563
Si	34.328	-1.497	0.067	-0.174	0.115	0.713
Si	37.062	1.186	0.277	-0.039	0.076	0.634
Si	33.69	4.29	-0.09	0.274	-0.155	0.724
Si	37.021	6.587	-0.004	-0.16	0.041	0.674
Si	33.622	-6.682	0.053	0.518	-0.27	0.577
Si	36.46	-3.822	-0.092	0.224	-0.287	0.691
Si	39.17	-1.08	0.206	0.016	-0.196	0.728
Si	42.027	1.025	-0.161	-0.003	0.299	0.605
Si	39.396	4.529	-0.028	0.048	-0.287	0.635
Si	-23.297	7.003	0.345	0.034	0.028	0.696
Si	39.846	-7.123	-0.144	-0.34	0.196	0.718
Si	-22.944	-4.424	-0.041	-0.03	0.208	0.685
Si	-20.844	-1.041	-0.202	0.164	-0.096	0.704
Si	-17.965	1.641	0.078	0.033	-0.234	0.8
Si	-20.248	3.768	-0.013	-0.227	0.17	0.803
Si	-17.578	6.449	0.017	-0.042	0.185	0.762
Si	-20.704	-6.618	-0.106	0.18	-0.078	0.717
Si	-17.395	-4.502	-0.146	-0.141	0.257	0.744
Si	-14.877	-1.438	-0.155	-0.204	0.176	0.742
Si	-12.086	1.483	0.24	-0.227	0.042	0.646
Si	-15.373	4.244	-0.031	0.265	-0.059	0.681
Si	-11.852	6.522	0.111	-0.231	-0.078	0.741
Si	-15.141	-6.708	-0.058	0.2	-0.133	0.703
Si	-12.662	-3.709	-0.184	0.322	-0.206	0.822
Si	-9.904	-0.805	-0.22	0.335	-0.419	0.657
Si	-6.361	1.134	0.08	-0.206	-0.015	0.699
Si	-9.617	4.315	0.007	0.139	-0.147	0.629
Si	-6.325	6.515	0.052	-0.213	0.169	0.722
Si	-9.641	-6.972	-0.112	0.147	0.054	0.613
Si	-6.594	-4.294	0.168	-0.278	0.324	0.576
Si	-4.217	-1.117	0.026	0.033	-0.146	0.687
Si	-1.032	0.991	-0.011	-0.286	0.448	0.616
Si	-4.208	4.165	-0.168	0.369	-0.173	0.657
Si	-0.972	6.578	0.006	-0.199	0.117	0.69
Si	-4.226	-6.497	0.089	0.355	-0.419	0.599
Si	-0.821	-4.384	0.133	-0.26	0.248	0.743
Si	2.83	0.114	1.718	0.029	0.006	-0.034
Si	5.434	2.778	1.446	-0.022	0.006	-0.047
Si	2.79	5.527	1.503	0.051	-0.006	-0.041
Si	5.553	8.093	1.424	0.004	-0.021	-0.054
Si	2.926	-5.405	1.323	-0.002	0.042	-0.065
Si	5.336	-2.633	1.269	0.033	-0.047	-0.058
Si	8.116	0.051	1.56	0.014	-0.001	-0.013
Si	10.999	2.726	1.45	0.011	0.009	-0.048
Si	8.207	5.395	1.384	-0.021	0.009	-0.037
Si	10.943	-8.109	1.51	0.006	0.021	-0.045
Si	8.14	-5.492	1.36	-0.004	-0.039	-0.049
Si	10.75	-2.753	1.338	0.001	-0.028	-0.049
Si	13.471	-0.105	1.3	-0.018	-0.002	-0.063
Si	16.217	2.553	1.372	-0.024	0	-0.073
Si	13.627	5.329	1.476	-0.022	-0.024	-0.043
Si	16.418	-8.121	1.464	-0.006	0.02	-0.007
Si	13.528	-5.564	1.49	-0.043	0.002	-0.02
Si	16.253	-2.748	1.377	0.023	-0.013	-0.055
Si	19.013	-0.113	1.526	-0.009	-0.008	-0.084
Si	21.638	2.668	1.598	0.026	-0.002	-0.044
Si	19.006	5.362	1.324	0	-0.003	-0.046
Si	21.727	8.128	1.373	0.019	0.017	-0.067
Si	18.913	10.946	1.579	0.008	-0.011	-0.049
Si	21.753	-2.642	1.466	-0.007	0.003	-0.03
Si	24.485	0.098	1.651	0.019	0.007	-0.05
Si	27.149	2.688	1.348	-0.005	0.008	-0.025
Si	24.424	5.446	1.358	0.011	0.019	-0.049
Si	27.087	-8.088	1.339	-0.009	-0.005	-0.046
Si	24.363	-5.411	1.306	0.018	-0.036	-0.035
Si	27.071	-2.701	1.465	-0.01	-0.018	-0.069
Si	29.817	-0.032	1.292	-0.01	-0.005	-0.072
Si	32.581	2.725	1.276	-0.026	-0.009	-0.075
Si	29.914	5.518	1.302	0.017	-0.018	-0.056
Si	32.604	-8.19	1.492	-0.014	-0.01	-0.04
Si	29.86	-5.291	1.18	0.033	0.007	-0.04
Si	32.675	-2.587	1.342	0.016	0.032	-0.026
Si	35.431	0.015	1.451	-0.016	0.03	-0.045
Si	38.288	2.836	1.321	0.016	0.059	-0.014
Si	35.358	5.414	1.204	-0.024	0	-0.052
Si	38.156	-8.124	1.234	0.026	0.029	-0.063
Si	35.384	-5.513	1.143	-0.005	0.004	-0.058
Si	37.993	-2.736	1.333	-0.009	-0.002	-0.04
Si	40.749	0	1.489	-0.008	0.008	-0.029
Si	-21.966	2.648	1.13	0.004	-0.011	-0.033
Si	-24.536	5.52	1.571	-0.004	-0.029	-0.026
Si	-21.745	-8.05	1.442	0.031	0.043	-0.026
Si	-24.469	-5.53	1.313	0.009	0.006	-0.056
Si	-21.814	-2.723	1.15	0	-0.007	-0.025
Si	-19.203	-0.002	1.188	-0.022	0.002	-0.063
Si	-16.435	2.768	1.423	-0.034	0.004	-0.066
Si	-19.125	5.346	1.361	-0.006	-0.008	-0.05
Si	-16.364	-8.239	1.236	-0.002	-0.011	-0.033
Si	-19.056	-5.505	1.182	-0.023	0.01	-0.044
Si	-16.388	-2.738	1.122	0.007	-0.011	-0.055
Si	-13.711	0.115	1.232	0.009	-0.037	-0.042
Si	-10.739	2.849	1.49	0.014	0.044	-0.036
Si	-13.62	5.373	1.176	-0.014	-0.002	-0.024
Si	-10.834	-8.206	1.46	0.011	-0.058	-0.023
Si	-13.615	-5.412	1.197	0.002	-0.007	-0.037
Si	-10.906	-2.629	1.014	-0.03	-0.016	-0.048
Si	-8.136	0.042	1.181	-0.007	-0.02	-0.058
Si	-5.23	2.682	1.376	-0.016	0.018	-0.054
Si	-8.027	5.459	1.293	0.016	0.013	-0.017
Si	-5.269	8.132	1.357	-0.003	0.005	-0.039
Si	-8.214	-5.575	1.248	-0.061	-0.035	-0.034
Si	-5.414	-2.658	1.342	0.007	0.031	-0.051
Si	-2.64	-0.021	1.366	-0.023	-0.014	-0.042
Si	0.084	2.731	1.228	-0.003	0.012	-0.062
Si	-2.619	5.372	1.193	-0.008	-0.004	-0.078
Si	0.063	8.106	1.468	-0.004	0	-0.05
Si	-2.572	-5.402	1.341	0.005	0.017	-0.042
Si	0.253	-2.741	1.398	-0.012	0.032	-0.027
Si	1.355	1.494	2.824	-0.017	0.039	0.013
Si	4.086	4.096	2.834	-0.011	-0.02	0.033
Si	1.431	6.835	2.857	-0.009	0.016	0.035
Si	4.202	9.52	2.72	-0.027	-0.025	0.018
Si	1.549	-4.108	2.775	0.032	0.002	0.01
Si	4.139	-1.39	2.879	0.014	-0.031	0.035
Si	6.793	1.449	2.858	0.001	0.023	0.03
Si	9.566	4.062	2.76	0	-0.013	0.01
Si	6.875	6.742	2.814	0.007	0	0.026
Si	9.526	-6.763	2.822	-0.023	0	0.029
Si	6.736	-4.065	2.63	-0.003	0.028	0.006
Si	9.456	-1.419	2.799	0.017	-0.01	0.017
Si	12.26	1.288	2.795	0.021	-0.003	0.034
Si	14.955	3.952	2.828	0.034	0.001	0.039
Si	12.267	6.752	2.786	0.004	-0.007	0.013
Si	14.934	-6.884	2.832	0.029	0.019	0.001
Si	12.19	-4.064	2.735	-0.013	-0.003	0.014
Si	14.893	-1.376	2.702	-0.003	0.006	0.008
Si	17.631	1.308	2.774	0.006	0.014	0.008
Si	20.272	4.066	2.843	-0.016	0.023	0.019
Si	17.753	6.781	2.77	0.007	-0.026	0.017
Si	20.357	9.497	2.748	0.01	-0.006	-0.001
Si	17.547	12.274	2.897	0.01	0.037	0.025
Si	20.398	-1.377	2.911	0.003	-0.004	0.051
Si	23.102	1.442	2.944	-0.01	-0.002	0.023
Si	25.809	4.091	2.699	-0.014	-0.017	0.01
Si	23.083	6.795	2.776	-0.01	0.005	0.022
Si	25.75	-6.735	2.723	-0.007	0.009	0.046
Si	23.058	-4.093	2.751	0.015	0.012	0.007
Si	25.771	-1.381	2.89	0.016	0	0.029
Si	28.5	1.33	2.726	0.02	-0.004	0.04
Si	31.268	4.125	2.679	-0.015	-0.022	0.03
Si	28.51	6.861	2.643	-0.006	-0.011	-0.003
Si	31.154	-6.73	2.638	-0.009	0.029	-0.024
Si	28.553	-4.03	2.704	-0.002	-0.004	0.025
Si	31.24	-1.303	2.672	-0.024	-0.012	-0.006
Si	33.961	1.39	2.656	0.004	0.027	0.016
Si	36.732	4.092	2.616	0.005	0.008	0.007
Si	34.067	6.773	2.69	0.024	-0.034	0.015
Si	36.746	-6.79	2.57	-0.026	-0.017	0.016
Si	34.023	-4.096	2.596	0.027	-0.018	0.007
Si	36.724	-1.383	2.794	0.027	-0.009	0.025
Si	39.496	1.465	2.783	-0.011	-0.012	0.036
Si	-23.129	4.037	2.668	0.024	-0.027	-0.008
Si	-25.912	6.9	2.798	-0.016	0.038	0.027
Si	-23.139	-6.764	2.787	-0.018	-0.008	0.04
Si	-25.864	-4.115	2.6	0.021	0.032	-0.001
Si	-23.134	-1.444	2.66	0.029	-0.005	0.006
Si	-20.544	1.357	2.582	0.009	0.023	0.02
Si	-17.76	4.096	2.787	-0.006	0.007	0.043
Si	-20.405	6.805	2.673	0.015	0.008	0.014
Si	-17.725	-6.861	2.589	0.007	0.003	0.012
Si	-20.384	-4.047	2.525	-0.008	-0.002	0
Si	-17.768	-1.377	2.496	0.021	0.021	-0.014
Si	-15.018	1.394	2.669	0.026	0.007	0.002
Si	-12.266	4.134	2.689	0.016	0.007	0.026
Si	-14.93	6.778	2.582	0.001	0.002	-0.002
Si	-12.257	-6.752	2.619	-0.026	0.004	-0.013
Si	-15.002	-4.06	2.562	0.004	0.001	0.03
Si	-12.251	-1.304	2.507	0.008	-0.006	0.042
Si	-9.382	1.388	2.688	0.008	-0.018	0.01
Si	-6.694	4.048	2.652	-0.014	0.003	0.027
Si	-9.372	6.802	2.723	0.015	-0.01	0.034
Si	-6.761	-6.844	2.647	-0.006	-0.02	-0.012
Si	-9.559	-4.051	2.473	-0.027	0.028	-0.012
Si	-6.827	-1.322	2.636	-0.012	0.015	0.028
Si	-3.916	1.365	2.765	0.001	-0.011	0.029
Si	-1.288	4.051	2.642	-0.016	-0.021	-0.004
Si	-3.905	6.758	2.663	-0.004	-0.013	0.023
Si	-1.313	-6.817	2.754	-0.003	0.026	0.012
Si	-3.986	-4.028	2.664	-0.009	-0.015	0.025
Si	-1.254	-1.412	2.693	0.014	0.001	0.001
Si	0.031	0.008	4.09	0.006	-0.013	-0.022
Si	2.729	2.77	4.207	0.003	0.02	0.022
Si	0.036	5.41	4.092	-0.011	-0.02	-0.022
Si	2.805	8.214	4.136	0.011	0.018	-0.005
Si	0.093	-5.454	4.078	0.008	-0.008	-0.012
Si	2.785	-2.742	4.211	0.007	-0.017	-0.001
Si	5.483	0.014	4.191	-0.01	0.002	-0.006
Si	8.207	2.749	4.178	-0.013	0.018	0.001
Si	5.481	5.431	4.176	0.014	0.002	-0.013
Si	8.195	-8.172	4.163	0.001	0.015	-0.018
Si	5.491	-5.43	4.107	0.025	0.018	-0.019
Si	8.097	-2.774	4.113	-0.024	-0.009	0.008
Si	10.857	-0.049	4.134	-0.002	0.014	-0.012
Si	13.592	2.637	4.196	-0.02	0.001	-0.013
Si	10.879	5.432	4.146	0.003	0	-0.002
Si	13.603	-8.236	4.186	0.007	0.004	0.013
Si	10.873	-5.406	4.162	0.002	-0.007	-0.013
Si	13.568	-2.73	4.109	-0.015	-0.017	-0.007
Si	16.257	-0.038	4.118	-0.008	-0.012	-0.007
Si	18.948	2.685	4.178	0.004	0.011	0.006
Si	16.334	5.403	4.109	-0.004	-0.009	-0.026
Si	19.056	8.139	4.162	-0.009	-0.009	0.005
Si	16.231	10.856	4.202	-0.001	0.001	-0.004
Si	18.995	-2.736	4.218	0.003	-0.018	-0.02
Si	21.744	0.015	4.233	-0.01	-0.017	-0.012
Si	24.49	2.812	4.191	0	0.013	0.01
Si	21.707	5.44	4.139	0.012	-0.003	-0.018
Si	24.439	-8.132	4.109	0.007	0.002	-0.011
Si	21.714	-5.458	4.116	-0.004	-0.012	0.005
Si	24.406	-2.765	4.171	-0.002	-0.01	0.007
Si	27.177	0.006	4.155	-0.006	0.023	-0.01
Si	29.891	2.74	4.032	0.001	0.022	-0.019
Si	27.182	5.471	4.029	0.007	0.011	0.007
Si	29.853	-8.11	4.032	-0.005	0.027	0.01
Si	27.176	-5.411	4.063	-0.008	-0.002	-0.012
Si	29.906	-2.672	4.059	-0.02	-0.004	0.005
Si	32.601	0.046	4.032	0.013	0.009	0.013
Si	35.35	2.747	3.996	0.023	-0.001	-0.013
Si	32.65	5.454	4.042	-0.008	-0.004	-0.011
Si	35.392	-8.129	3.995	0.007	-0.009	0.01
Si	32.603	-5.41	3.969	-0.001	0.012	-0.002
Si	35.319	-2.754	4.057	0.005	-0.009	-0.009
Si	38.092	0.046	4.06	-0.011	-0.01	-0.003
Si	-24.439	2.764	4.131	-0.005	0.002	0.008
Si	-27.281	5.48	4.054	0.006	-0.022	-0.026
Si	-24.499	-8.121	4.121	0.01	0	0.003
Si	-27.224	-5.435	3.988	0.008	-0.012	-0.009
Si	-24.519	-2.76	4	-0.002	0.001	0.014
Si	-21.799	-0.03	3.999	0.006	0.002	-0.019
Si	-19.148	2.678	4.01	-0.028	-0.001	-0.009
Si	-21.776	5.434	4.001	-0.007	-0.004	0.003
Si	-19.035	-8.173	4.017	-0.003	0.013	0.008
Si	-21.737	-5.354	3.995	0.012	0.001	-0.012
Si	-19.053	-2.718	3.936	-0.019	-0.006	0.008
Si	-16.394	-0.027	3.92	-0.03	-0.019	0.003
Si	-13.597	2.72	4.012	-0.005	0.025	-0.006
Si	-16.301	5.469	4.011	0.003	-0.005	-0.018
Si	-13.605	-8.147	3.957	-0.009	-0.007	0.011
Si	-16.349	-5.451	3.917	-0.007	0.015	0
Si	-13.593	-2.696	3.899	0.006	-0.003	-0.025
Si	-10.85	0.002	3.929	-0.009	-0.005	-0.005
Si	-8.047	2.725	4.057	-0.005	0.01	0.021
Si	-10.844	5.472	4.016	-0.01	0.007	-0.019
Si	-8.063	-8.158	4.082	0.012	0	0.022
Si	-10.875	-5.381	3.932	0.037	0.005	0.012
Si	-8.179	-2.741	3.929	0.004	-0.024	0.004
Si	-5.404	0.009	4.012	-0.02	0	-0.007
Si	-2.601	2.736	4.108	0.02	0.013	0.005
Si	-5.345	5.436	4.009	0.01	-0.014	-0.016
Si	-2.651	8.133	4.097	0.007	-0.008	0.02
Si	-5.385	-5.436	3.969	0.02	-0.006	0.021
Si	-2.645	-2.715	4.073	-0.002	-0.02	0.008
Si	1.351	-1.386	16.424	-0.012	-0.002	0.014
Si	4.12	1.337	16.401	0.014	-0.003	-0.003
Si	1.344	4.068	16.363	0.004	-0.003	0.012
Si	4.102	6.798	16.375	0.001	0.01	-0.015
Si	1.317	-6.784	16.377	-0.013	0	0.001
Si	4.05	-4.062	16.411	0.02	-0.002	-0.008
Si	6.767	-1.369	16.416	0.004	-0.01	-0.013
Si	9.454	1.344	16.355	0.007	0.002	0.001
Si	6.752	4.047	16.383	-0.023	-0.012	-0.006
Si	9.525	-9.524	16.373	0.006	0.002	-0.013
Si	6.791	-6.813	16.389	0	0.004	-0.004
Si	9.512	-4.087	16.42	0.005	-0.001	-0.008
Si	12.225	-1.437	16.323	0.009	0	-0.022
Si	14.981	1.35	16.401	-0.002	0.007	0.009
Si	12.248	4.062	16.378	0	0.008	-0.007
Si	14.972	-9.512	16.396	0.01	0.011	-0.001
Si	12.264	-6.79	16.365	0.005	0	-0.018
Si	14.968	-4.075	16.385	-0.012	0.011	0
Si	17.703	-1.342	16.446	0.005	0.009	0.003
Si	20.421	1.384	16.46	0.011	-0.004	0.01
Si	17.718	4.077	16.392	-0.001	0.026	-0.009
Si	20.392	6.782	16.364	-0.011	-0.017	-0.008
Si	17.681	9.496	16.37	-0.002	-0.006	-0.006
Si	20.406	-4.052	16.406	0.023	-0.002	-0.004
Si	23.162	-1.31	16.427	0.011	-0.01	0.005
Si	25.841	1.358	16.41	-0.006	-0.002	0.012
Si	23.117	4.017	16.41	-0.029	0.007	0.009
Si	25.843	-9.559	16.33	-0.022	-0.012	0
Si	23.106	-6.802	16.344	-0.004	-0.013	-0.006
Si	25.896	-3.969	16.307	0.007	0.001	-0.014
Si	28.598	-1.326	16.352	0.008	-0.019	-0.004
Si	31.313	1.407	16.299	-0.004	-0.006	-0.002
Si	28.573	4.08	16.356	-0.01	-0.002	-0.007
Si	31.362	-9.467	16.29	0.006	0.015	-0.005
Si	28.661	-6.724	16.265	0.01	0	-0.008
Si	31.336	-4.017	16.32	0.008	0.008	0.001
Si	34.02	-1.328	16.244	-0.019	-0.001	-0.008
Si	36.775	1.423	16.241	0.007	-0.007	-0.001
Si	34.067	4.136	16.279	-0.003	0.009	-0.001
Si	36.765	-9.443	16.282	0.015	-0.026	-0.013
Si	34.069	-6.777	16.311	0.01	-0.005	0.011
Si	36.751	-4.067	16.235	-0.009	-0.002	0.008
Si	39.467	-1.311	16.193	0.006	0.003	-0.016
Si	-23.085	1.476	16.186	0.015	0.008	-0.003
Si	-25.76	4.187	16.231	0.015	0.004	-0.003
Si	-23.115	-9.478	16.18	0.001	-0.018	-0.002
Si	-25.853	-6.764	16.183	-0.011	-0.011	0.003
Si	-23.122	-3.979	16.136	0.012	0.01	-0.019
Si	-20.369	-1.262	16.12	0.012	0.009	-0.011
Si	-17.732	1.354	16.196	0.01	-0.026	0.009
Si	-20.437	4.063	16.153	-0.011	-0.017	-0.006
Si	-17.686	-9.479	16.114	-0.004	0.014	-0.017
Si	-20.393	-6.776	16.128	0	0.007	-0.024
Si	-17.65	-4.043	16.126	0.005	0.002	-0.005
Si	-15.01	-1.424	16.18	-0.001	0.006	-0.022
Si	-12.274	1.329	16.186	0	0.008	-0.005
Si	-14.986	4.05	16.143	-0.011	0	-0.014
Si	-12.266	-9.531	16.234	0.002	0.003	0
Si	-14.942	-6.791	16.171	-0.008	0.006	-0.006
Si	-12.282	-4.097	16.273	-0.014	0.013	-0.003
Si	-9.576	-1.431	16.234	-0.011	0.001	-0.016
Si	-6.869	1.297	16.253	-0.013	0.004	-0.014
Si	-9.554	4.053	16.277	0.011	0.002	-0.009
Si	-6.851	6.779	16.334	-0.002	-0.007	0
Si	-9.546	-6.833	16.318	0.007	0.001	0.001
Si	-6.823	-4.144	16.336	-0.026	0.018	-0.011
Si	-4.15	-1.432	16.346	-0.042	-0.015	0.012
Si	-1.337	1.319	16.316	-0.004	0.005	-0.002
Si	-4.108	4.053	16.279	0.008	-0.005	-0.007
Si	-1.408	6.776	16.344	0.01	-0.002	0.003
Si	-4.148	9.458	16.387	-0.014	-0.014	-0.001
Si	-1.389	-4.162	16.381	-0.001	0.02	0.002
Si	2.784	-0.029	17.761	0.013	-0.027	-0.031
Si	5.441	2.694	17.824	-0.004	0	0.035
Si	2.761	5.404	17.693	0.014	-0.017	0.002
Si	5.439	8.164	17.772	-0.003	-0.008	-0.016
Si	2.683	-5.427	17.754	-0.009	0.023	-0.002
Si	5.387	-2.693	17.801	-0.003	0.012	0.007
Si	8.137	-0.019	17.768	0.006	0.01	-0.003
Si	10.81	2.721	17.669	0.012	0.001	0.005
Si	8.108	5.442	17.68	0.028	0.009	-0.011
Si	10.932	-8.174	17.7	-0.007	-0.008	0.007
Si	8.145	-5.466	17.756	0.004	0.003	0.013
Si	10.875	-2.711	17.775	0.006	0.02	0.009
Si	13.61	-0.114	17.64	0.022	-0.011	0
Si	16.371	2.721	17.753	-0.011	0.004	-0.009
Si	13.631	5.413	17.733	-0.005	0.004	-0.029
Si	16.325	-8.15	17.772	0.004	-0.011	0.015
Si	13.605	-5.424	17.741	-0.001	-0.023	0.006
Si	16.326	-2.727	17.766	-0.007	0.003	0.016
Si	19.043	0.051	17.832	-0.02	-0.004	-0.025
Si	21.782	2.703	17.883	0.001	0.019	0.022
Si	19.049	5.45	17.77	0.008	-0.001	0.009
Si	21.748	8.126	17.716	0.011	0.017	-0.005
Si	19.041	10.852	17.711	-0.019	-0.001	-0.023
Si	21.756	-2.648	17.756	0	-0.003	0.016
Si	24.519	0.018	17.86	0.004	0	0.005
Si	27.19	2.733	17.757	-0.002	0.019	-0.006
Si	24.491	5.372	17.73	0.032	0.013	-0.012
Si	27.312	-8.162	17.505	-0.014	-0.022	-0.013
Si	24.48	-5.334	17.553	-0.023	0.005	-0.02
Si	27.243	-2.652	17.76	-0.036	0.008	-0.001
Si	29.979	0.041	17.681	0.012	-0.01	0.009
Si	32.717	2.758	17.623	-0.006	0.002	-0.008
Si	30.011	5.465	17.606	-0.02	-0.015	0.002
Si	32.71	-8.12	17.697	-0.005	-0.033	0.014
Si	29.973	-5.349	17.694	-0.026	-0.007	-0.003
Si	32.699	-2.647	17.68	-0.018	0.019	0.03
Si	35.39	0.039	17.553	0.021	0.002	-0.03
Si	38.198	2.788	17.545	-0.008	0.003	-0.013
Si	35.401	5.532	17.642	-0.01	0.008	0.007
Si	38.153	-8.106	17.658	0.005	-0.009	-0.003
Si	35.488	-5.462	17.664	0.024	-0.008	0.007
Si	38.098	-2.664	17.545	0.005	0.004	-0.005
Si	40.854	0.083	17.486	-0.034	-0.005	-0.023
Si	-21.76	2.787	17.645	0.002	-0.001	0.058
Si	-24.437	5.568	17.649	-0.006	0.021	-0.007
Si	-21.747	-8.119	17.496	0.005	0.009	0.006
Si	-24.506	-5.341	17.439	-0.011	0.016	0.005
Si	-21.764	-2.559	17.433	-0.023	0.011	-0.007
Si	-19.074	0.013	17.617	-0.008	0.002	0.016
Si	-16.357	2.716	17.504	0.024	0.006	0.016
Si	-19.088	5.485	17.396	0.002	0.023	-0.018
Si	-16.302	-8.162	17.48	-0.013	-0.014	0.023
Si	-19.003	-5.414	17.419	0.005	-0.015	0.016
Si	-16.38	-2.724	17.603	-0.004	0.007	0.021
Si	-13.641	-0.073	17.48	-0.001	-0.015	0.004
Si	-10.935	2.664	17.584	-0.012	-0.011	0.005
Si	-13.658	5.392	17.518	-0.01	0.006	-0.009
Si	-10.942	-8.185	17.653	0	-0.007	0.018
Si	-13.683	-5.432	17.626	-0.008	-0.012	-0.007
Si	-10.902	-2.771	17.652	0.015	0.008	0.009
Si	-8.257	-0.069	17.592	-0.001	-0.008	-0.017
Si	-5.499	2.671	17.564	-0.01	-0.011	-0.019
Si	-8.229	5.422	17.68	-0.011	0.001	0.012
Si	-5.513	8.089	17.777	-0.003	0.003	-0.001
Si	-8.178	-5.497	17.716	0.014	0.012	0.007
Si	-5.49	-2.818	17.757	0.03	0.011	0.016
Si	-2.732	-0.051	17.61	0.011	0.02	-0.014
Si	-0.009	2.687	17.717	-0.023	-0.003	0.011
Si	-2.749	5.371	17.685	0.001	-0.023	0.018
Si	-0.085	-8.138	17.696	-0.003	0.009	0
Si	-2.796	-5.496	17.75	0.017	0	-0.003
Si	-0.001	-2.827	17.744	0.016	0.004	0.004
Si	1.496	1.434	19.04	0.03	0.074	-0.011
Si	4.087	4.1	19.178	-0.013	0.002	-0.04
Si	1.351	6.802	18.91	-0.009	0.015	-0.034
Si	4.042	-6.785	19.096	0.018	-0.01	-0.007
Si	1.382	-4.111	19.216	-0.009	0.026	-0.017
Si	4.052	-1.361	19.269	0.004	-0.016	-0.003
Si	6.83	1.319	19.192	-0.019	0.016	-0.012
Si	9.467	4.127	19.03	0.008	-0.024	0.003
Si	6.818	6.79	19.106	-0.007	0.01	0.012
Si	9.586	-6.822	19.051	0	0.014	-0.043
Si	6.745	-4.099	19.095	0.016	-0.01	-0.041
Si	9.482	-1.372	19.15	0.008	-0.006	-0.029
Si	12.109	1.174	18.847	-0.063	-0.034	-0.049
Si	15	4.055	19.088	0.03	0.05	-0.01
Si	12.285	-9.534	19.068	-0.002	-0.005	-0.006
Si	14.972	-6.751	19.116	0.008	0.011	-0.034
Si	12.273	-4.049	19.111	0.012	-0.003	-0.007
Si	14.984	-1.338	19.127	-0.026	0.023	-0.032
Si	17.688	1.427	19.219	0.032	-0.028	0.003
Si	20.4	4.138	19.194	0.003	0.004	-0.032
Si	17.654	-9.546	19.142	0.023	-0.009	-0.033
Si	20.361	9.467	19.067	-0.015	-0.008	-0.014
Si	17.681	-4.142	19.083	-0.021	-0.012	-0.003
Si	20.419	-1.285	19.187	0.03	0.011	-0.03
Si	23.151	1.329	19.3	-0.034	-0.014	-0.018
Si	25.816	4.049	19.18	-0.003	-0.049	-0.014
Si	23.117	6.741	19.041	-0.032	-0.042	-0.025
Si	25.977	-6.687	18.679	0.027	0.035	-0.057
Si	23.131	-4.065	19.013	0.029	-0.004	-0.036
Si	25.916	-1.339	19.231	-0.008	0.001	-0.028
Si	28.592	1.358	19.052	-0.029	-0.005	-0.008
Si	31.405	4.152	18.97	0.029	0.021	-0.023
Si	28.623	-9.511	18.91	0.004	0.045	-0.025
Si	31.319	-6.74	19.021	0.013	-0.012	-0.018
Si	28.663	-3.957	19.11	0.03	-0.003	-0.01
Si	31.368	-1.243	19.088	0.029	0.003	-0.037
Si	34.071	1.364	18.95	-0.026	-0.023	-0.026
Si	36.875	4.18	18.864	0.018	0.027	-0.031
Si	34.078	-9.452	19.109	0.011	-0.005	-0.031
Si	36.872	-6.788	19.116	-0.045	0.052	-0.002
Si	34.11	-4.071	18.932	-0.009	0.008	-0.024
Si	36.743	-1.301	18.897	-0.014	0.001	-0.027
Si	39.564	1.419	18.89	-0.01	0.004	-0.021
Si	-23.047	4.27	19.019	0.026	0.001	-0.01
Si	39.536	-9.371	19.095	0.027	-0.011	-0.005
Si	-23.152	-6.7	18.733	-0.004	-0.008	-0.031
Si	39.474	-4.011	18.867	-0.003	-0.015	-0.025
Si	42.247	-1.168	18.868	0.038	0.035	-0.014
Si	-20.441	1.355	19.016	-0.018	-0.028	-0.034
Si	-17.748	4.17	18.74	0.012	0.007	-0.029
Si	-20.379	-9.508	18.822	0.008	-0.021	-0.005
Si	-17.624	-6.743	18.784	0.008	0.015	-0.047
Si	-20.381	-3.97	18.628	0.021	-0.004	-0.051
Si	-17.76	-1.401	19.007	-0.019	-0.004	-0.013
Si	-15.076	1.204	18.792	-0.02	-0.015	-0.028
Si	-12.369	3.99	18.883	-0.001	0.016	-0.001
Si	-15.034	-9.591	18.862	-0.017	-0.01	-0.022
Si	-12.339	-6.805	18.979	0.017	0.01	-0.012
Si	-15.067	-4.08	19.014	0.01	-0.044	0.007
Si	-12.291	-1.348	18.917	-0.014	0.023	-0.034
Si	-9.623	1.268	18.958	0.003	-0.019	-0.019
Si	-6.84	3.989	18.954	-0.005	0.003	-0.032
Si	-9.646	6.748	19.064	0.014	-0.01	-0.018
Si	-6.862	9.477	19.168	-0.003	-0.004	0
Si	-9.572	-4.16	19.065	-0.015	0.004	-0.009
Si	-6.958	-1.432	18.984	-0.017	-0.003	-0.038
Si	-4.102	1.349	18.891	0.029	0.046	-0.021
Si	-1.442	3.982	19.083	-0.029	-0.024	-0.031
Si	-4.132	6.657	19.08	-0.005	0.011	-0.007
Si	-1.469	-6.848	19.143	0.003	-0.026	-0.017
Si	-4.116	-4.175	19.193	-0.023	0	-0.023
Si	-1.442	-1.463	18.97	-0.042	-0.007	-0.02
Si	0.111	-0.094	20.045	0.017	-0.066	0.029
Si	2.72	2.771	20.624	0.005	0.001	0.062
Si	0.046	5.392	20.213	0.011	-0.03	0.019
Si	2.644	8.137	20.341	-0.025	-0.005	0.049
Si	-0.075	-5.475	20.495	-0.011	0.006	0.025
Si	2.721	-2.753	20.718	0.003	-0.009	0.043
Si	5.446	0.02	20.637	-0.004	0	0.043
Si	8.229	2.745	20.465	-0.016	0.02	0.066
Si	5.491	5.487	20.532	-0.04	-0.007	0.049
Si	8.243	8.118	20.412	0.031	-0.01	0.034
Si	5.37	-5.437	20.487	-0.011	0.023	0.041
Si	8.115	-2.758	20.464	-0.007	0.003	0.091
Si	10.843	0.004	20.479	-0.004	0.011	0.072
Si	13.531	2.499	20.024	0.036	-0.036	-0.026
Si	10.819	5.492	20.375	-0.053	0.062	0.034
Si	13.665	-8.181	20.429	0.024	0	0.046
Si	10.914	-5.422	20.418	-0.016	-0.018	0.076
Si	13.636	-2.719	20.494	0.016	0.005	0.067
Si	16.307	0.065	20.557	-0.012	-0.023	0.029
Si	19.008	2.826	20.618	0.018	0.027	0.057
Si	16.304	5.412	20.563	0.005	-0.009	0.031
Si	18.995	-8.145	20.502	-0.039	0.013	0.054
Si	16.322	-5.423	20.541	-0.009	-0.005	0.052
Si	19.027	-2.75	20.383	0.004	0.006	0.032
Si	21.735	0.007	20.729	0.001	0.001	0.017
Si	24.503	2.705	20.7	0.037	0.027	0.055
Si	21.78	5.493	20.583	-0.017	0.01	0.042
Si	24.65	8.247	19.914	0.016	-0.013	-0.033
Si	21.751	10.839	20.322	0.021	0.007	0.042
Si	24.466	-2.758	20.472	-0.008	-0.001	0.054
Si	27.345	0.039	20.593	0.013	-0.03	0.054
Si	30.032	2.758	20.24	-0.013	0.001	0.043
Si	27.295	5.468	20.322	0.003	-0.04	0.036
Si	29.934	-8.14	20.307	0.003	-0.008	0.032
Si	27.245	-5.455	20.21	0.018	-0.011	0.057
Si	30.006	-2.552	20.521	-0.016	0.011	0.053
Si	32.785	0.105	20.479	-0.019	-0.012	0.05
Si	35.547	2.727	20.102	0.014	-0.01	0.028
Si	32.718	5.456	20.459	-0.009	0.006	0.019
Si	35.488	-8.118	20.522	0	-0.025	0.067
Si	32.717	-5.356	20.307	0.004	0.024	0.07
Si	35.449	-2.705	20.282	-0.004	0.006	-0.003
Si	38.153	0.059	20.187	-0.009	-0.003	0.039
Si	40.902	2.795	20.275	0.006	-0.02	0.041
Si	38.162	5.498	20.362	-0.023	-0.009	0.079
Si	40.887	-7.825	20.358	-0.052	0.002	0.072
Si	38.258	-5.34	20.403	-0.015	-0.038	0.078
Si	40.905	-2.594	20.073	-0.03	0	0.02
Si	43.474	0.046	20.516	0.007	0.066	0.042
Si	-19.055	2.879	20.13	-0.035	0	0.03
Si	-21.691	5.696	20.42	-0.028	0.005	0.07
Si	-18.967	-8.138	20.05	0.033	-0.009	0.036
Si	-21.751	-5.284	19.891	-0.009	0.016	0.026
Si	-19.212	-2.81	20.248	0.02	0.037	0.1
Si	-16.391	-0.033	20.332	0.022	-0.008	0.051
Si	-13.76	2.564	20.105	0.029	-0.005	0.026
Si	-16.493	5.459	20.217	0.014	0.05	0.041
Si	-13.717	-8.244	20.231	-0.004	-0.005	0.027
Si	-16.448	-5.456	20.373	0.004	0.007	0.063
Si	-13.639	-2.701	20.271	0.02	-0.009	0.062
Si	-11.028	0.025	20.382	-0.017	0.002	0.034
Si	-8.224	2.594	20.251	0.019	-0.024	0.06
Si	-11.092	5.287	20.334	0.016	0.004	0.034
Si	-8.284	8.134	20.498	0.01	-0.017	0.014
Si	-10.985	-5.505	20.426	0.001	0.009	0.041
Si	-8.288	-2.748	20.462	-0.002	0.022	0.025
Si	-5.48	-0.035	20.127	0.004	-0.018	0.011
Si	-2.886	2.641	20.451	-0.044	0.043	0.015
Si	-5.459	5.238	20.418	0.042	-0.032	0.027
Si	-2.805	-8.335	20.479	0.001	0.007	0.03
Si	-5.464	-5.576	20.626	0.001	-0.031	0.077
Si	-2.76	-2.728	20.52	0.027	0	0.025
Si	1.014	-1.445	21.718	0.339	0.037	-0.612
Si	4.429	1.757	21.922	-0.209	-0.213	-0.747
Si	1.539	4.496	21.779	-0.123	-0.346	-0.722
Si	3.815	6.664	21.703	0.266	0.064	-0.741
Si	1.017	-7.179	21.694	0.165	0.237	-0.68
Si	4.344	-3.96	22.06	-0.328	-0.224	-0.645
Si	6.562	-1.676	21.855	0.148	0.241	-0.767
Si	9.869	1.709	21.818	-0.164	-0.175	-0.676
Si	6.738	3.939	21.816	0.163	0.182	-0.675
Si	9.854	7.124	21.83	-0.321	-0.329	-0.648
Si	7.039	-6.624	21.587	-0.127	-0.099	-0.789
Si	9.241	-4.398	21.704	0.192	0.15	-0.768
Si	12.418	-1.17	21.75	-0.134	-0.178	-0.686
Si	14.503	1.151	21.655	0.266	0.008	-0.651
Si	12.084	3.77	21.235	-0.176	0.063	-0.555
Si	15.205	-9.28	21.841	-0.203	-0.138	-0.689
Si	12.133	-6.974	21.674	0.142	0.208	-0.641
Si	15.276	-3.752	21.847	-0.213	-0.201	-0.728
Si	17.54	-1.563	21.741	0.072	0.186	-0.664
Si	20.544	1.702	21.984	-0.042	-0.224	-0.724
Si	17.878	4.416	22.033	-0.218	-0.279	-0.64
Si	20.144	-9.665	21.856	0.235	0.126	-0.672
Si	17.415	-7.034	21.876	0.166	0.2	-0.745
Si	20.547	-3.985	21.66	-0.192	-0.161	-0.73
Si	22.804	-1.799	21.875	0.269	0.386	-0.738
Si	25.912	1.248	22	0.076	0.299	-0.735
Si	22.838	3.885	21.966	0.179	0.075	-0.678
Si	26.119	7.198	21.337	0.1	-0.085	-0.587
Si	23.455	9.606	21.305	-0.202	0.019	-0.637
Si	25.62	-4.498	21.552	0.064	0.314	-0.715
Si	29.043	-0.901	22.002	-0.285	-0.306	-0.686
Si	31.22	1.403	21.707	0.293	0.091	-0.733
Si	28.912	4.289	21.556	-0.336	-0.169	-0.722
Si	31.02	-9.711	21.659	0.42	0.256	-0.761
Si	28.319	-7.003	21.587	0.183	0.061	-0.667
Si	31.646	-3.75	21.656	-0.099	-0.114	-0.73
Si	33.925	-1.611	21.657	0.053	0.208	-0.72
Si	37.002	1.582	21.525	-0.16	-0.213	-0.661
Si	34.374	4.113	21.49	-0.327	0.006	-0.648
Si	36.525	-9.88	21.773	0.205	0.34	-0.677
Si	34.035	-6.679	21.7	0.179	-0.016	-0.791
Si	37.088	-3.731	21.62	-0.314	-0.343	-0.664
Si	39.367	-1.498	21.398	0.241	0.268	-0.637
Si	42.483	1.885	21.764	-0.227	-0.427	-0.642
Si	39.257	3.802	21.558	0.167	0.231	-0.719
Si	42.636	-8.71	21.574	-0.137	-0.36	-0.731
Si	40.046	-6.089	21.804	-0.198	-0.157	-0.747
Si	42.293	-3.941	21.321	0.012	0.024	-0.468
Si	44.496	-1.771	21.679	0.056	0.132	-0.666
Si	-17.595	1.671	21.439	0.025	-0.143	-0.632
Si	-20.451	4.063	21.611	0.218	0.341	-0.673
Si	-17.539	-9.209	21.575	-0.135	-0.201	-0.782
Si	-20.379	-6.661	21.095	0.123	0.004	-0.597
Si	-18.287	-4.515	21.583	0.231	0.048	-0.777
Si	-14.715	-1.128	21.616	-0.255	-0.097	-0.733
Si	-12.635	1.224	21.684	0.238	0.156	-0.659
Si	-15.38	3.715	21.273	-0.129	0.051	-0.665
Si	-12.267	6.864	21.622	-0.219	-0.258	-0.718
Si	-15.248	-7.097	21.562	0.064	0.18	-0.746
Si	-12.127	-3.841	21.656	-0.095	-0.203	-0.795
Si	-9.957	-1.576	21.717	0.248	0.117	-0.722
Si	-6.627	1.423	21.485	-0.081	0.087	-0.656
Si	-9.425	4.127	21.515	-0.335	-0.294	-0.632
Si	-7.155	6.36	21.537	0.32	0.433	-0.675
Si	-10.016	9.13	21.802	0.322	0.268	-0.655
Si	-6.658	-3.87	21.771	-0.281	-0.317	-0.662
Si	-4.494	-1.539	21.598	0.406	0.214	-0.638
Si	-1.357	1.097	21.28	-0.082	0.177	-0.633
Si	-4.494	3.674	21.998	0.253	0.192	-0.605
Si	-1.124	6.787	21.612	-0.234	-0.086	-0.588
Si	-4.108	-7.081	21.974	-0.13	0.07	-0.727
Si	-1.095	-3.804	21.834	-0.282	-0.241	-0.745
Si	7.067	-1.143	24.867	-0.043	-0.026	-0.171
Si	5.484	5.683	-4.807	0.096	-0.094	0.01
Si	-1.262	2.005	23.933	0.09	-0.043	-0.045
Si	10.592	5.916	24.392	-0.044	0.072	-0.024
Si	0.776	-7.086	24.549	-0.048	0.003	-0.06
Si	3.417	1.683	24.906	0.053	0.047	-0.195
Si	8.851	1.374	24.825	0.071	0.007	-0.248
Si	14.08	2.691	-4.722	-0.132	0.048	0.013
Si	8.801	1.126	-4.031	0.031	-0.098	0.101
Si	14.342	-3.994	24.825	0.035	-0.009	-0.174
Si	9.076	-3.651	-3.047	0.057	-0.03	0.082
Si	11.969	-2.047	24.694	-0.017	-0.029	-0.164
Si	14.866	7.483	-2.497	0.087	0.043	-0.096
Si	16.432	1.474	25.706	0.049	-0.103	-0.113
Si	7.811	7.426	-5.198	-0.157	0.092	0.005
Si	18.866	-5.271	24.036	-0.083	-0.078	-0.025
Si	12.341	7.305	26.314	-0.078	-0.044	-0.001
Si	18.597	0.249	24.022	0.011	0.021	-0.151
Si	19.163	-0.03	-4.899	-0.074	-0.149	0.027
Si	20.209	4.759	26.243	-0.042	-0.001	0.063
Si	23.366	-7.462	24.063	0.044	-0.079	-0.009
Si	21.003	7.183	24.814	-0.037	0.135	-0.122
Si	17.184	-3.539	25.934	-0.017	-0.094	-0.083
Si	18.557	-2.07	-7.03	-0.076	0.034	0.069
Si	28.006	0.248	-6.28	-0.119	-0.161	-0.055
Si	23.677	6.458	-5.497	0.04	-0.107	0.089
Si	24.91	5.401	23.421	-0.103	0.007	0.097
Si	27.291	3.085	-6.781	-0.004	0.139	0.098
Si	22.377	-7.235	-5.697	-0.024	-0.121	-0.208
Si	25.904	-3.572	24.401	-0.052	0.01	-0.057
Si	29.879	4.646	-6.451	0.036	0.008	0.11
Si	-29.251	-0.42	23.677	0.036	0.036	-0.206
Si	27.1	3.385	23.694	0.065	-0.085	0.074
Si	-29.417	-5.333	23.845	0.04	0.026	-0.038
Si	25.659	7.537	25.408	0.155	0.083	-0.216
Si	30.099	-5.527	23.768	-0.076	-0.035	-0.188
Si	32.039	-7.922	23.77	-0.059	0.11	-0.095
Si	-26.056	3.872	24.453	0.051	0.045	-0.027
Si	-28.411	5.643	24.597	0.052	0.137	-0.116
Si	-30.089	7.909	-5.28	0.086	0.028	0.072
Si	31.744	1.366	-2.895	0.089	0.022	0.139
Si	-26.862	-6.496	24.492	0.057	0.047	-0.149
Si	-25.386	1.091	25.756	0.035	0.056	-0.022
Si	-20.033	-6.092	-4.87	-0.06	0.09	-0.04
Si	-26.024	-0.315	-4.971	0.061	0.122	0.139
Si	-26.407	6.548	-4.17	-0.012	0.016	0.096
Si	-30.788	-5.774	-6.685	0.099	-0.039	-0.15
Si	-19.568	-3.784	-6.617	-0.048	-0.085	-0.056
Si	-18.256	-4.32	-3.176	0.113	-0.042	0.124
Si	-13.446	3.308	-2	-0.073	-0.026	0.042
Si	-19.691	5.319	-6.612	-0.016	0.071	-0.124
Si	-18.493	7.887	-5.138	-0.051	-0.115	-0.021
Si	-22.79	-7.503	-4.702	-0.069	-0.022	-0.019
Si	-9.792	4.06	24.591	0.048	-0.043	-0.039
Si	-16.065	-1.544	24.276	0.063	0.093	-0.011
Si	-10.414	4.873	-4.747	-0.154	-0.13	-0.067
Si	-18.816	-0.172	23.554	-0.127	0.004	-0.172
Si	-12.8	5.814	-3.477	-0.083	0.073	0.033
Si	-13.506	-5.649	23.813	0.033	-0.015	-0.056
Si	-5.18	-3.946	-6.807	-0.092	0.105	0.017
Si	-3.358	2.942	-5.995	0.038	0.081	0.134
Si	-7.205	-3.23	24.615	-0.062	-0.052	-0.071
Si	-7.397	4.548	-4.438	-0.037	-0.05	-0.061
Si	-5.762	7.309	23.993	0.126	0.034	-0.087
Si	-5.739	-1.944	-4.503	0.035	-0.014	-0.005
Si	-6.508	-7.137	26.084	0.032	0.076	0.094
Si	-8.07	-0.36	23.709	-0.134	-0.039	-0.047
Si	-1.985	-5.726	23.991	0.059	-0.057	-0.056
Si	-2.825	-0.211	23.467	-0.12	0.051	-0.066
Si	0.795	6.486	25.896	0.016	0.062	0.02
Si	-4.141	-6.63	-7.127	0.018	-0.002	0.001
Si	-0.586	-3.373	-2.79	0.041	-0.083	0.052
Si	0.397	5.616	-4.808	-0.106	0.05	-0.019
Si	6.92	6.692	26.068	0.096	0.069	0.072
Si	2.861	7.21	-4.699	-0.006	0.039	-0.041
Si	7.388	-4.026	25.991	-0.104	0.012	-0.037
Si	2.173	3.184	-7.04	-0.101	-0.007	0.083
Si	4.195	2.958	-4.573	0.1	0.027	-0.012
Si	4.603	-5.259	24.945	0.011	0.092	-0.081
Si	8.446	3.121	-1.88	0.02	-0.02	0.137
Si	3.069	-7.843	-2.026	0.13	-0.08	0.174
Si	7.397	-5.725	-4.56	0.112	-0.119	0.076
Si	4.61	-0.955	-6.956	-0.107	-0.016	-0.037
Si	11.72	0.916	25.748	0.051	0.006	-0.079
Si	11.775	0.648	-4.767	-0.003	-0.148	0.042
Si	18.174	3.878	-2.771	-0.101	-0.02	0.086
Si	14.576	4.715	-6.798	0.016	-0.051	0.117
Si	12.461	-6.307	24.641	0.025	0.02	-0.094
Si	17.387	-6.345	-5.374	-0.036	-0.135	-0.01
Si	13.942	2.424	24.37	-0.027	0.002	-0.19
Si	16.43	0.592	-5.018	-0.151	-0.076	0.074
Si	17.306	4.306	25.176	-0.012	0.011	-0.181
Si	23.251	-4.919	25.421	0.074	-0.012	0.073
Si	21.211	5.121	-4.847	-0.028	-0.011	-0.042
Si	14.995	-6.179	-3.748	-0.074	-0.004	0.038
Si	22.243	-4.486	-4.515	0.025	0.064	0.051
Si	26.238	5.394	-4.814	-0.072	-0.028	-0.025
Si	30.913	0.443	-5.508	0.069	-0.032	-0.01
Si	18.794	-6.912	-2.77	-0.004	0.09	0.111
Si	24.835	-2.052	-2.057	0.102	-0.073	0.131
Si	15.624	4.947	-4.036	-0.086	0.061	0.09
Si	-32.32	2.766	23.849	-0.09	-0.055	-0.075
Si	29.12	-1.037	25.143	0.071	0.103	-0.213
Si	32.355	6.886	26.254	-0.092	0.081	-0.052
Si	29.162	-6.499	-5.531	0.037	-0.092	0.028
Si	32.548	6.898	-4.575	0.011	0.004	0.073
Si	28.443	-3.945	25.975	0.054	-0.045	-0.21
Si	31.477	-2.098	-7.061	0.025	0.027	-0.162
Si	-30.797	-1.43	-7.048	-0.03	-0.128	-0.014
Si	-28.29	2.203	-2.424	0.072	0.158	0.123
Si	-31.176	4.669	25.652	0.012	-0.096	-0.083
Si	-25.23	-7.022	-3.178	0.074	0.027	0.13
Si	29.429	-6.17	-2.499	0.006	0	-0.013
Si	-28.547	-0.686	-3.551	0.057	-0.045	0.077
Si	-23.734	-2.297	-4.705	-0.058	-0.004	0.035
Si	-19.481	5.965	23.769	0.013	-0.083	-0.051
Si	-28.885	-3.611	-5.71	0.008	0.075	0.034
Si	-13.88	5.415	-6.211	0.01	0.011	0.02
Si	-26.362	-1.304	24.167	0.054	0.139	-0.081
Si	-26.272	-3.722	25.903	-0.072	-0.028	0.021
Si	-20.012	1.477	25.769	-0.008	0.023	-0.028
Si	-12.269	2.635	24.555	-0.009	-0.063	-0.212
Si	-22.892	1.931	24.853	0.022	0.081	-0.11
Si	-22.32	6.872	24.267	-0.047	0.072	0.036
Si	-13.664	0.721	-6.369	0.012	-0.013	0.068
Si	-24.395	4.458	-2.884	-0.091	0	0.204
Si	-11.952	2.066	-4.191	0.098	0.054	0.063
Si	-7.24	0.804	26.27	-0.019	0.028	0.006
Si	-13.188	-7.98	-2.13	-0.065	0.059	0.105
Si	-10.745	-6.841	24.686	-0.011	-0.037	-0.183
Si	-17.771	-3.884	24.596	-0.102	-0.044	-0.116
Si	-8.896	-5.025	26.241	0.076	0.002	-0.08
Si	-16.356	0.887	-5.204	0.01	-0.057	-0.016
Si	-18.284	2.78	-6.692	0.03	-0.048	0.021
Si	-9.409	-4.559	-4.476	0.033	0.089	0.117
Si	-7.474	2.99	-7.2	0.043	-0.035	0.014
Si	-3.534	-7.677	-4.498	-0.177	-0.052	0.007
Si	-2.952	3.957	-2.973	-0.115	-0.176	0.003
Si	-0.331	2.602	-5.48	0.031	-0.029	0
Si	13.484	5.217	23.438	0.094	-0.008	0.018
Si	-4.527	4.752	25.005	0.005	-0.086	-0.114
Si	2.153	-6.845	-6.632	0.175	-0.043	-0.002
Si	0.018	-2.523	-6.644	0.133	0.069	0.011
Si	-0.593	2.031	-2.684	-0.053	-0.109	0.025
Si	-0.664	4.86	23.9	0.116	-0.007	-0.314
Si	2.427	2.645	-1.965	0.078	0.023	0.113
Si	2.277	-2.197	-2.189	0.116	-0.164	0.04
Si	-2.5	-1.226	26.141	-0.059	-0.031	-0.069
Si	0.95	-4.68	-5.056	-0.073	0.068	0.116
Si	0.936	-0.043	24.541	-0.132	0.056	-0.275
Si	7.538	-1.143	-2.733	-0.011	0.052	0.049
Si	11.866	-2.116	-3.082	-0.105	0.077	0.146
Si	6.162	0.404	-4.781	0.006	0.18	0.062
Si	5.54	-5.9	-2.124	-0.007	-0.014	0.095
Si	8.255	4.276	24.578	-0.023	0.033	-0.133
Si	10.076	-4.364	24.662	0.046	0.072	-0.098
Si	16.012	-0.661	-2.139	-0.067	0.113	0.189
Si	10.772	5.276	-1.948	0.02	0.015	0.118
Si	12.528	-7.456	-3.022	-0.025	0.089	0.119
Si	5.39	-8.028	23.865	-0.02	0.092	-0.078
Si	2.428	-2.199	-5.052	0.026	0.039	0.061
Si	14.459	-3.444	-2.559	0.044	-0.043	-0.001
Si	19.503	-7.733	-7.065	-0.056	0.05	0.008
Si	24.508	2.78	-1.841	-0.017	-0.065	0.034
Si	19.683	6.656	-2.799	0.051	-0.008	0.104
Si	10.849	7.053	-4.422	-0.056	0.05	0.065
Si	21.092	-3.491	-6.963	0.148	0.021	0.102
Si	21.398	1.462	-6.496	-0.054	0.173	0.067
Si	24.134	-2.383	-4.862	-0.022	-0.001	-0.002
Si	26.734	5.025	-1.903	-0.013	0.094	0.082
Si	22.475	2.606	-3.929	0.01	0.003	0.01
Si	22.912	-0.943	-7.166	0.009	-0.09	0.033
Si	21.444	-5.504	-1.975	-0.011	-0.034	0.016
Si	20.015	1.451	-2.669	-0.063	0.025	0.162
Si	26.808	-1.714	-4.142	-0.098	0.131	0.081
Si	-31.885	1.229	-6.977	0.018	-0.042	-0.114
Si	32.023	-7.673	-2.177	0.069	-0.053	0.192
Si	27.858	7.091	-6.421	-0.022	0.033	-0.146
Si	24.709	-0.912	23.922	-0.034	-0.021	-0.123
Si	28.95	-3.025	-2.591	-0.024	0.07	0.157
Si	32.056	4.102	-4.116	0.017	0.005	-0.143
Si	-30.545	4.128	-2.96	-0.006	-0.061	0.026
Si	31.691	-4.792	-5.736	-0.013	0.017	0.163
Si	-31.495	-0.746	-2.921	0.03	0.027	0.147
Si	-29.101	6.835	-2.862	0.067	0.082	0.047
Si	31.736	-3.109	-3.134	0.041	-0.088	0.111
Si	-25.235	1.757	-2.686	0.021	-0.103	0.022
Si	-20.908	-1.168	-5.513	0.074	-0.156	0.101
Si	-27.567	6.889	-6.923	-0.021	0.065	0.011
Si	-24.713	-2.79	-2.046	-0.087	-0.06	0.168
Si	-27.623	-3.256	-2.764	-0.013	0.016	0.087
Si	-22.65	6.165	-6.432	0.02	0.125	0.009
Si	-24.501	-5.234	-5.418	-0.039	-0.062	0.125
Si	-23.68	4.772	25.803	0.089	0.022	0.064
Si	-21.724	5.496	-1.989	-0.034	0.031	0.03
Si	-19.564	7.614	-2.204	-0.094	-0.037	0.251
Si	-19.369	-1.559	-2.952	0.011	0.034	0.127
Si	-13.822	5.146	23.598	0.055	0.035	-0.023
Si	-16.68	0.034	-2.267	-0.002	-0.05	0.033
Si	-9.765	0.291	-3.009	-0.07	-0.087	0.235
Si	-16.067	7.266	-6.576	-0.059	-0.13	-0.003
Si	-15.74	-5.51	25.811	0.027	0.128	-0.076
Si	-11.435	-5.483	-2.267	0.097	-0.115	0.128
Si	-16.585	-4.213	-5.553	-0.009	0.006	0.035
Si	-7.911	2.689	-2.147	-0.137	0.101	0.142
Si	-7.706	-8.022	-1.992	-0.106	-0.056	-0.027
Si	-8.53	-1.66	-4.878	0.084	-0.033	0.1
Si	-15.804	5.357	25.831	0.006	-0.012	-0.009
Si	-7.019	-5.102	-2.491	-0.05	0.071	0.062
Si	-15.43	-1.537	-6.489	-0.055	-0.012	-0.035
Si	-4.772	0.159	-6.451	-0.071	-0.033	-0.026
Si	-1.74	6.722	-2.914	0.023	-0.043	0.157
Si	-10.842	6.536	25.895	0.042	0.068	0.065
Si	-6.417	7.408	-4.472	0.035	0.092	0.035
Si	-4.089	-5.608	-2.658	-0.022	-0.074	0.179
Si	-3.336	-2.686	-2.539	0.015	0.049	-0.027
Si	1.384	-1.35	5.481	-0.013	0.011	-0.004
Si	4.083	1.358	5.522	0.005	-0.008	-0.001
Si	1.368	4.11	5.535	-0.017	0.001	0.016
Si	4.123	6.819	5.505	-0.008	0.007	-0.006
Si	1.416	9.53	5.493	-0.007	0.013	0.01
Si	4.14	-4.111	5.529	-0.009	-0.005	0.002
Si	6.824	-1.374	5.522	0.002	-0.004	-0.002
Si	9.535	1.338	5.51	0.003	-0.013	0.002
Si	6.835	4.086	5.541	-0.001	-0.007	0.003
Si	9.541	6.791	5.526	-0.015	-0.008	-0.002
Si	6.827	-6.797	5.494	0	-0.005	0
Si	9.487	-4.085	5.51	-0.005	0	0.003
Si	12.226	-1.382	5.503	0.004	0.002	-0.009
Si	14.954	1.309	5.544	0.016	0.007	0.006
Si	12.231	4.047	5.503	-0.005	-0.006	-0.006
Si	14.977	6.741	5.515	0.011	-0.028	0.006
Si	12.234	-6.813	5.494	-0.006	0.011	-0.003
Si	14.894	12.238	5.529	0.008	0.004	0.006
Si	17.629	-1.356	5.524	0.005	0.011	-0.001
Si	20.353	1.368	5.539	0.008	0.025	0.014
Si	17.641	4.067	5.537	-0.004	0.004	0.009
Si	20.398	6.8	5.536	0.006	0	0.009
Si	17.659	9.499	5.502	0.005	-0.005	-0.001
Si	20.369	-4.116	5.521	0.003	-0.003	0.005
Si	23.091	-1.38	5.544	-0.001	-0.002	0.01
Si	25.831	1.39	5.5	-0.004	-0.013	0
Si	23.09	4.128	5.523	-0.004	0.017	0.02
Si	25.827	6.821	5.432	-0.005	-0.014	0.004
Si	23.09	-6.792	5.489	-0.008	-0.006	0.001
Si	25.828	-4.087	5.48	0.009	-0.011	0.007
Si	28.561	-1.343	5.471	0.004	-0.017	0.009
Si	31.256	1.398	5.409	-0.008	-0.005	0.006
Si	28.54	4.109	5.402	-0.013	-0.012	-0.001
Si	31.257	6.838	5.363	0.009	-0.007	-0.008
Si	28.513	-6.782	5.43	-0.001	0.01	0.011
Si	31.273	-4.054	5.382	0.002	-0.01	0.011
Si	33.956	-1.349	5.376	-0.007	0.002	0.007
Si	36.685	1.382	5.381	0.002	0.021	0.007
Si	33.995	4.092	5.393	0.01	0.01	0.005
Si	-28.597	6.841	5.42	-0.002	0.013	0.011
Si	33.973	-6.778	5.329	0.006	0.009	-0.005
Si	-28.574	-4.087	5.384	0.006	-0.003	0.008
Si	-25.837	-1.353	5.372	-0.003	-0.004	-0.003
Si	-23.11	1.339	5.41	0.02	-0.001	0.001
Si	-25.872	4.131	5.393	0.006	0.021	0.008
Si	-23.129	6.79	5.385	-0.002	0.003	0.011
Si	-25.876	-6.75	5.41	-0.001	0.007	0.009
Si	-23.126	-4.055	5.373	0.007	0.001	0.001
Si	-20.398	-1.362	5.329	-0.002	-0.007	0.003
Si	-17.724	1.333	5.317	-0.013	-0.011	0.007
Si	-20.428	4.086	5.377	0.013	-0.014	0
Si	-17.655	6.822	5.372	0.009	-0.014	0.007
Si	-20.398	-6.77	5.33	-0.008	-0.011	0.005
Si	-17.686	-4.082	5.293	0.009	-0.011	0.005
Si	-14.973	-1.357	5.27	0.007	0.01	-0.003
Si	-12.207	1.35	5.322	0.017	-0.014	0.003
Si	-14.951	4.089	5.355	-0.002	0.007	0.008
Si	-12.212	6.846	5.34	-0.01	-0.012	0.012
Si	-14.973	-6.788	5.304	-0.014	0.001	-0.001
Si	-12.241	-4.047	5.301	-0.022	0.001	0
Si	-9.513	-1.372	5.313	-0.003	0.012	0
Si	-6.725	1.356	5.419	0.017	-0.005	0.013
Si	-9.485	4.074	5.358	0.013	0.015	-0.003
Si	-6.712	6.78	5.403	0.008	-0.015	0.01
Si	-9.496	-6.756	5.319	-0.006	0.018	-0.004
Si	-6.781	-4.081	5.312	0.001	-0.001	0
Si	-4.05	-1.359	5.392	0.001	0.026	0.001
Si	-1.309	1.346	5.481	0.014	0.024	0.019
Si	-4.019	4.083	5.419	0	0.006	0.006
Si	-1.308	6.778	5.463	0.017	0.006	0.011
Si	-4.056	-6.805	5.386	-0.025	0.002	-0.006
Si	-1.297	-4.093	5.425	0.013	-0.002	0.01
Si	2.729	-0.008	6.871	-0.001	0.003	0
Si	5.459	2.713	6.874	0.006	0.003	-0.004
Si	2.743	5.471	6.868	-0.012	0.001	-0.003
Si	5.466	-8.146	6.872	-0.002	0.007	-0.006
Si	2.752	-5.445	6.878	0	-0.002	-0.002
Si	5.467	-2.731	6.885	-0.001	-0.005	-0.002
Si	8.181	-0.016	6.879	0.007	-0.003	-0.002
Si	10.883	2.7	6.881	-0.008	0.005	-0.011
Si	8.179	5.446	6.899	-0.006	0.009	-0.002
Si	10.891	-8.166	6.878	-0.003	0.001	0.001
Si	8.167	-5.456	6.882	0.002	-0.003	0.001
Si	10.86	-2.73	6.867	-0.008	0.007	0.001
Si	13.584	-0.037	6.89	0.006	-0.001	-0.005
Si	16.297	2.697	6.896	-0.003	0.004	-0.001
Si	13.6	5.398	6.87	0.003	0.003	-0.006
Si	16.316	8.131	6.87	0.002	-0.005	-0.009
Si	13.566	10.862	6.886	-0.004	0.005	-0.003
Si	16.285	-2.732	6.879	-0.008	-0.007	-0.004
Si	18.999	-0.002	6.888	-0.01	-0.003	-0.011
Si	21.738	2.736	6.868	-0.005	0.003	-0.003
Si	19.027	5.429	6.878	0.004	-0.003	-0.009
Si	21.755	-8.148	6.879	0.004	-0.004	0.004
Si	19.016	-5.469	6.88	0.007	-0.001	-0.004
Si	21.727	-2.743	6.882	-0.002	-0.002	-0.006
Si	24.471	0.01	6.853	-0.004	0.002	0
Si	27.203	2.764	6.817	0	0.008	0
Si	24.472	5.49	6.844	-0.005	0.006	-0.008
Si	27.178	-8.146	6.81	0.001	0.005	-0.004
Si	24.468	-5.443	6.847	0.007	0.003	-0.006
Si	27.189	-2.708	6.821	-0.009	0.007	-0.002
Si	29.918	0.037	6.799	-0.006	0.01	-0.001
Si	32.629	2.746	6.764	0.006	-0.002	-0.001
Si	29.91	5.474	6.753	0.001	-0.001	-0.004
Si	32.62	-8.127	6.724	0	0.002	0.002
Si	29.902	-5.412	6.755	-0.003	-0.007	0
Si	32.61	-2.692	6.76	-0.004	-0.002	-0.006
Si	35.323	0.018	6.733	0.005	-0.003	-0.004
Si	-27.232	2.75	6.732	-0.01	-0.003	-0.007
Si	-29.959	5.472	6.759	-0.001	-0.005	0.001
Si	-27.222	-8.125	6.758	0	-0.002	-0.002
Si	-29.952	-5.434	6.726	0	-0.003	-0.002
Si	-27.217	-2.702	6.725	0.005	0.006	-0.003
Si	-24.492	0	6.747	0.004	-0.012	-0.003
Si	-21.765	2.726	6.743	-0.006	-0.006	0.005
Si	-24.504	5.468	6.751	0.001	-0.002	0.002
Si	-21.757	-8.134	6.695	0.002	0.002	-0.001
Si	-24.49	-5.401	6.739	-0.001	0	-0.002
Si	-21.765	-2.692	6.711	-0.006	0.011	0
Si	-19.045	-0.013	6.702	-0.002	0	-0.002
Si	-16.336	2.71	6.666	0.003	0.002	-0.01
Si	-19.031	5.448	6.7	-0.001	0.001	-0.001
Si	-16.3	-8.134	6.711	-0.004	0.003	0.003
Si	-19.031	-5.425	6.688	-0.006	0.012	-0.004
Si	-16.309	-2.725	6.649	-0.007	-0.008	0.001
Si	-13.6	-0.008	6.654	0.012	-0.002	-0.005
Si	-10.848	2.703	6.704	-0.008	-0.008	-0.002
Si	-13.568	5.454	6.691	-0.005	0	-0.006
Si	-10.849	-8.122	6.694	-0.013	0.006	0.008
Si	-13.59	-5.43	6.655	0	-0.003	0.006
Si	-10.871	-2.716	6.687	0.009	0.001	0.005
Si	-8.138	-0.026	6.707	0.002	-0.004	-0.004
Si	-5.379	2.716	6.783	-0.008	-0.001	0.006
Si	-8.119	5.428	6.729	0.006	0.003	0.002
Si	-5.393	-8.163	6.773	0.009	-0.009	0.008
Si	-8.131	-5.427	6.703	0.007	-0.002	-0.006
Si	-5.427	-2.735	6.72	-0.007	-0.014	-0.006
Si	-2.71	-0.009	6.798	-0.003	0.002	-0.005
Si	0.027	2.707	6.861	0.007	-0.016	-0.002
Si	-2.686	5.433	6.815	-0.004	-0.005	-0.007
Si	0.044	8.147	6.826	0.01	-0.011	-0.004
Si	-2.686	-5.456	6.762	0.003	-0.018	-0.003
Si	0.021	-2.726	6.823	0.003	0.01	-0.002
Si	1.373	1.351	8.227	-0.013	0.011	0.002
Si	4.092	4.084	8.219	-0.004	-0.002	-0.009
Si	1.376	6.806	8.229	0.005	0.009	0.006
Si	4.094	-6.81	8.243	-0.005	0.001	-0.001
Si	1.373	-4.077	8.206	0.009	-0.002	-0.002
Si	4.086	-1.375	8.227	-0.006	-0.001	0
Si	6.81	1.344	8.231	-0.012	-0.015	-0.004
Si	9.528	4.065	8.244	-0.004	-0.002	-0.003
Si	6.811	6.808	8.242	0.008	0.003	-0.006
Si	9.523	-6.815	8.241	-0.001	0.006	-0.003
Si	6.813	-4.095	8.245	0.003	0.008	-0.007
Si	9.529	-1.369	8.248	0.011	0.014	0
Si	12.242	1.344	8.245	0	-0.003	-0.003
Si	14.945	4.056	8.254	-0.006	-0.013	0.002
Si	12.25	6.779	8.224	0.006	-0.001	-0.016
Si	14.953	9.503	8.223	0.003	0.007	-0.007
Si	12.212	-4.093	8.24	-0.012	-0.021	-0.011
Si	14.944	-1.379	8.258	0	0.006	-0.002
Si	17.664	1.355	8.259	0.012	0.017	0.002
Si	20.391	4.084	8.242	0.009	0.007	0.003
Si	17.675	6.788	8.243	0	0.002	-0.003
Si	20.391	-6.803	8.244	-0.006	-0.007	-0.002
Si	17.663	-4.089	8.228	-0.001	-0.003	-0.003
Si	20.373	-1.368	8.229	-0.003	-0.009	0
Si	23.106	1.366	8.21	-0.007	-0.009	-0.001
Si	25.835	4.111	8.184	-0.01	0.001	-0.006
Si	23.124	6.825	8.233	0.014	0.012	0.006
Si	25.831	-6.799	8.201	-0.01	-0.014	0.006
Si	23.115	-4.086	8.223	0.002	-0.002	0.001
Si	25.838	-1.35	8.197	0.01	0.004	-0.004
Si	28.559	1.395	8.166	0.001	-0.002	0.001
Si	31.267	4.113	8.122	0.007	0.007	-0.001
Si	28.556	6.815	8.151	-0.007	-0.003	-0.005
Si	31.264	-6.776	8.108	0.005	0.017	-0.01
Si	28.557	-4.07	8.16	0.002	0	-0.007
Si	31.27	-1.334	8.144	0.003	0.004	-0.001
Si	33.982	1.378	8.117	-0.012	-0.008	-0.002
Si	-28.586	4.109	8.099	0.012	0.011	-0.003
Si	33.962	6.834	8.107	0	-0.01	-0.001
Si	-28.592	-6.772	8.101	0.002	-0.014	-0.005
Si	33.984	-4.058	8.094	-0.002	0.006	-0.005
Si	-28.583	-1.336	8.082	0	-0.002	0.002
Si	-25.866	1.381	8.075	0.001	-0.003	-0.005
Si	-23.137	4.095	8.079	-0.017	-0.013	-0.008
Si	-25.854	6.836	8.099	0.011	0.004	0.001
Si	-23.122	-6.779	8.063	-0.016	-0.009	0
Si	-25.851	-4.042	8.092	0.014	0.008	0
Si	-23.119	-1.345	8.087	0.017	0.013	0.002
Si	-20.388	1.363	8.066	0.008	0.009	-0.001
Si	-17.668	4.081	8.041	-0.01	-0.005	0.002
Si	-20.391	6.826	8.046	-0.001	0.005	-0.007
Si	-17.67	-6.779	8.055	0.011	0	0.003
Si	-20.397	-4.066	8.046	0.002	-0.011	-0.009
Si	-17.662	-1.369	8.028	-0.006	0.014	-0.007
Si	-14.951	1.361	8.017	-0.009	-0.006	-0.003
Si	-12.214	4.079	8.049	0.005	0.012	0
Si	-14.933	6.808	8.05	0.009	0.008	0
Si	-12.226	-6.779	8.041	0.009	0.007	-0.001
Si	-14.947	-4.075	8.023	0	-0.007	-0.008
Si	-12.236	-1.356	8.037	-0.009	-0.005	-0.002
Si	-9.494	1.34	8.074	-0.007	0	0.002
Si	-6.774	4.07	8.115	0.003	-0.005	-0.007
Si	-9.494	6.811	8.056	0.009	0	-0.006
Si	-6.788	-6.799	8.09	-0.005	-0.005	-0.008
Si	-9.501	-4.072	8.058	-0.002	-0.012	-0.003
Si	-6.784	-1.379	8.093	0	0.012	-0.005
Si	-4.054	1.349	8.168	0.001	0.007	0.005
Si	-1.351	4.065	8.197	0.004	-0.003	-0.005
Si	-4.053	6.798	8.158	0.001	0.004	-0.002
Si	-1.344	-6.81	8.159	0.004	-0.001	-0.007
Si	-4.068	-4.092	8.106	-0.009	0.001	-0.005
Si	-1.357	-1.373	8.17	-0.002	-0.002	-0.003
Si	-0.004	-0.02	9.556	0.011	0.009	0.001
Si	2.729	2.72	9.576	0.001	-0.017	-0.005
Si	0.005	5.427	9.561	-0.001	-0.008	-0.006
Si	2.726	-8.164	9.6	-0.005	-0.003	0.009
Si	0.002	-5.453	9.543	0	-0.001	-0.007
Si	2.723	-2.731	9.585	-0.007	0.006	0.001
Si	5.444	-0.014	9.584	0.006	0.002	-0.001
Si	8.161	2.706	9.597	0.002	-0.002	0.001
Si	5.444	5.441	9.59	0.001	0.011	-0.007
Si	8.164	-8.163	9.609	-0.002	-0.001	0.001
Si	5.445	-5.448	9.603	-0.005	0.001	0
Si	8.164	-2.732	9.6	0.004	-0.011	0.003
Si	10.884	-0.01	9.606	0.001	0.002	-0.001
Si	13.595	2.7	9.617	0.002	0.007	-0.001
Si	10.89	5.428	9.597	0.006	0.004	-0.003
Si	13.603	8.138	9.586	-0.011	-0.01	-0.004
Si	10.868	-5.453	9.605	-0.004	0.002	0.004
Si	13.582	-2.74	9.605	-0.003	-0.004	-0.006
Si	16.309	-0.012	9.614	-0.003	0.004	-0.004
Si	19.037	2.715	9.602	-0.004	-0.004	-0.004
Si	16.317	5.423	9.599	-0.006	0	-0.002
Si	19.036	-8.167	9.599	0.009	-0.001	0.001
Si	16.309	-5.452	9.586	0.003	-0.008	0.002
Si	19.025	-2.727	9.594	-0.002	0.004	-0.002
Si	21.75	-0.001	9.572	-0.003	0.007	-0.001
Si	24.477	2.742	9.545	0.007	0.008	-0.006
Si	21.761	5.451	9.584	0.006	0.004	0
Si	24.484	-8.141	9.592	-0.005	0.003	0.003
Si	21.757	-5.437	9.597	0	-0.008	-0.001
Si	24.478	-2.711	9.565	-0.004	0.003	-0.007
Si	27.2	0.029	9.529	-0.01	0.001	0.001
Si	29.922	2.758	9.513	-0.001	-0.004	-0.004
Si	27.202	5.467	9.54	0	0.005	-0.005
Si	29.918	-8.132	9.499	0.01	0	-0.003
Si	27.202	-5.424	9.541	0.002	0	-0.006
Si	29.912	-2.692	9.506	-0.006	0.002	-0.005
Si	32.63	0.028	9.496	0	-0.005	0.005
Si	-29.937	2.748	9.467	-0.002	-0.003	-0.004
Si	32.622	5.475	9.486	-0.003	0.013	0.003
Si	-29.942	-8.134	9.456	0	0.009	-0.005
Si	32.625	-5.411	9.463	-0.001	-0.005	0
Si	-29.94	-2.69	9.45	0.003	-0.005	0.002
Si	-27.224	0.03	9.44	-0.002	0.006	0
Si	-24.503	2.743	9.425	0.006	0.005	0.006
Si	-27.219	5.471	9.442	0.003	0.001	0
Si	-24.486	-8.12	9.429	-0.003	-0.006	0.007
Si	-27.221	-5.403	9.439	-0.004	-0.001	-0.007
Si	-24.488	-2.688	9.445	0.002	0.004	-0.001
Si	-21.758	0.022	9.421	-0.014	0.002	0.006
Si	-19.026	2.733	9.401	0.005	-0.006	0.003
Si	-21.764	5.475	9.401	0.005	0	-0.003
Si	-19.031	-8.142	9.408	-0.004	-0.001	-0.003
Si	-21.758	-5.416	9.412	-0.001	0.006	-0.002
Si	-19.028	-2.71	9.393	0.005	-0.004	0.002
Si	-16.303	0	9.379	0.002	-0.007	0.004
Si	-13.591	2.715	9.393	-0.002	-0.001	-0.004
Si	-16.302	5.443	9.397	-0.001	-0.008	-0.004
Si	-13.569	-8.155	9.403	-0.004	-0.003	-0.004
Si	-16.298	-5.426	9.399	-0.003	0.01	0.006
Si	-13.583	-2.727	9.394	0.004	0.003	-0.001
Si	-10.874	-0.014	9.421	-0.003	-0.004	-0.001
Si	-8.14	2.696	9.456	0.013	0.002	-0.003
Si	-10.853	5.438	9.414	0	0	0.002
Si	-8.145	-8.168	9.445	0.002	0.007	0.002
Si	-10.857	-5.441	9.414	-0.005	0.003	0.008
Si	-8.149	-2.734	9.453	0.005	-0.005	0.001
Si	-5.434	-0.028	9.49	0.004	0.007	0.002
Si	-2.709	2.699	9.552	0.003	-0.002	-0.002
Si	-5.427	5.426	9.497	-0.006	0.005	0.002
Si	-2.703	-8.167	9.528	0.005	-0.008	0.003
Si	-5.432	-5.451	9.469	0.001	-0.015	0.001
Si	-2.724	-2.745	9.509	0.002	0.008	-0.003
Si	1.35	-1.374	10.931	-0.008	0.001	0.001
Si	4.079	1.35	10.931	-0.001	0.012	-0.005
Si	1.359	4.069	10.933	-0.004	0.004	-0.003
Si	4.08	-9.529	10.959	-0.005	-0.001	0.005
Si	1.349	-6.801	10.936	-0.003	0.002	0.006
Si	4.076	-4.09	10.955	-0.002	-0.001	0.004
Si	6.793	-1.377	10.951	0	0.002	-0.002
Si	9.521	1.348	10.959	0.011	-0.01	-0.003
Si	6.798	4.072	10.947	-0.007	-0.004	0.001
Si	9.528	-9.531	10.955	0.001	0	-0.004
Si	6.797	-6.807	10.968	0.008	0.004	0
Si	9.511	-4.092	10.964	-0.003	0.003	-0.001
Si	12.237	-1.372	10.969	-0.001	0.009	0.001
Si	14.961	1.35	10.979	-0.006	-0.001	0.007
Si	12.239	4.068	10.969	-0.003	-0.001	-0.001
Si	14.96	6.787	10.954	-0.001	0.009	-0.002
Si	12.239	9.496	10.942	0.01	0.005	-0.009
Si	14.957	-4.093	10.954	-0.011	-0.003	-0.001
Si	17.682	-1.366	10.966	0.001	-0.006	0.007
Si	20.404	1.354	10.949	0.007	0.005	0.002
Si	17.68	4.069	10.962	0.011	0.001	0.003
Si	20.403	-9.52	10.955	-0.006	0.006	0.003
Si	17.677	-6.799	10.95	-0.005	0	-0.004
Si	20.4	-4.07	10.955	0.001	-0.002	0.004
Si	23.119	-1.353	10.931	0.008	-0.009	0.002
Si	25.839	1.383	10.896	-0.008	0	-0.009
Si	23.127	4.087	10.93	-0.003	-0.007	-0.004
Si	25.853	-9.508	10.933	-0.003	0.002	0.006
Si	23.123	-6.789	10.959	0.008	-0.005	0.004
Si	25.846	-4.067	10.918	0.006	-0.002	0.001
Si	28.561	-1.332	10.877	0.002	0.001	-0.002
Si	31.28	1.393	10.866	0.001	0.002	0.005
Si	28.564	4.105	10.894	-0.008	0.002	0.004
Si	31.278	-9.488	10.864	-0.002	-0.005	0.006
Si	28.571	-6.783	10.892	0.002	-0.009	0
Si	31.284	-4.051	10.846	0.002	0.003	-0.003
Si	33.997	-1.334	10.838	-0.002	0.004	0.004
Si	-28.568	1.392	10.818	0.008	-0.003	0.004
Si	-31.287	4.112	10.835	-0.001	0.004	0.004
Si	-28.571	-9.49	10.802	-0.001	-0.006	-0.001
Si	-31.29	-6.769	10.814	0.009	-0.008	-0.009
Si	-28.575	-4.043	10.802	0	0.011	-0.004
Si	-25.85	-1.318	10.793	0.006	0	0.011
Si	-23.127	1.391	10.76	0.009	0.002	-0.003
Si	-25.853	4.11	10.783	-0.005	-0.003	-0.007
Si	-23.121	-9.483	10.765	-0.011	0.008	0
Si	-25.85	-6.763	10.782	0.01	0	0.003
Si	-23.116	-4.052	10.776	-0.006	-0.005	0.005
Si	-20.389	-1.347	10.749	0.007	0.008	-0.01
Si	-17.659	1.367	10.738	-0.003	0.008	-0.003
Si	-20.393	4.11	10.734	-0.003	-0.01	-0.011
Si	-17.666	-9.512	10.752	0	0.003	0.004
Si	-20.395	-6.779	10.762	0.003	-0.006	0.002
Si	-17.664	-4.063	10.747	-0.004	-0.003	-0.003
Si	-14.946	-1.361	10.74	-0.001	0.002	-0.005
Si	-12.239	1.354	10.769	-0.008	0.007	-0.001
Si	-14.946	4.077	10.758	-0.003	0.004	0.001
Si	-12.214	-9.519	10.771	-0.004	0.007	0
Si	-14.935	-6.797	10.751	0.01	-0.005	-0.003
Si	-12.219	-4.083	10.765	0.005	-0.006	-0.004
Si	-9.522	-1.376	10.802	-0.007	0.01	0.001
Si	-6.795	1.337	10.843	-0.007	-0.007	0.005
Si	-9.508	4.071	10.795	0.002	-0.001	-0.002
Si	-6.802	-9.529	10.832	0	0	-0.004
Si	-9.51	-6.808	10.795	-0.001	-0.011	-0.009
Si	-6.799	-4.1	10.833	0.002	0.001	0.001
Si	-4.083	-1.39	10.873	-0.002	-0.006	0
Si	-1.359	1.335	10.923	0.001	0.003	0.004
Si	-4.085	4.063	10.886	0.004	-0.007	0
Si	-1.362	6.788	10.908	0.007	0.001	0.002
Si	-4.088	-6.807	10.861	-0.007	0.001	-0.001
Si	-1.373	-4.1	10.894	0.002	-0.002	0
Si	2.721	-0.017	12.286	-0.002	0.01	-0.007
Si	5.423	2.714	12.295	-0.004	-0.022	0
Si	2.708	5.428	12.306	-0.004	-0.01	0.002
Si	5.432	-8.166	12.326	0.001	-0.005	0.008
Si	2.707	-5.448	12.308	-0.005	0.004	0.004
Si	5.433	-2.732	12.32	0.006	0.002	0.004
Si	8.156	-0.018	12.303	0.003	0.012	-0.004
Si	10.876	2.707	12.325	-0.004	0.002	-0.003
Si	8.163	5.428	12.305	0.005	0.002	0
Si	10.881	-8.167	12.317	0.006	-0.002	-0.001
Si	8.15	-5.444	12.328	0.003	0.004	0.005
Si	10.868	-2.731	12.318	0.002	-0.01	0.005
Si	13.6	-0.014	12.33	0.004	-0.006	-0.001
Si	16.332	2.71	12.334	0.001	0.011	-0.001
Si	13.607	5.429	12.322	0.003	-0.001	-0.003
Si	16.325	8.151	12.304	0.002	0.004	0.003
Si	13.599	10.852	12.295	-0.019	-0.021	-0.002
Si	16.32	-2.728	12.316	-0.008	-0.002	0
Si	19.054	-0.004	12.323	0.003	0.003	0.003
Si	21.772	2.72	12.294	0.005	0.007	-0.001
Si	19.049	5.43	12.311	0.001	0	0.001
Si	21.762	-8.159	12.315	0	-0.002	-0.002
Si	19.035	-5.431	12.308	0	-0.006	-0.001
Si	21.765	-2.702	12.313	-0.002	0.005	0
Si	24.482	0.028	12.266	0.008	0.01	-0.007
Si	27.203	2.735	12.255	-0.008	-0.007	-0.004
Si	24.49	5.441	12.291	-0.002	-0.002	-0.004
Si	27.218	-8.135	12.28	0.002	-0.003	-0.005
Si	24.49	-5.417	12.304	-0.011	0	-0.009
Si	27.21	-2.683	12.253	-0.002	0.007	0
Si	29.919	0.031	12.232	-0.014	-0.007	0.002
Si	32.643	2.759	12.216	-0.004	-0.002	0.002
Si	29.927	5.475	12.242	0.006	0.007	0
Si	32.664	-8.126	12.199	0.009	0.025	-0.004
Si	29.945	-5.407	12.227	0.002	0.011	0
Si	32.639	-2.689	12.207	-0.007	-0.009	0.007
Si	35.359	0.035	12.188	-0.002	-0.006	0.005
Si	-27.199	2.764	12.161	0.004	0.008	-0.003
Si	-29.91	5.474	12.179	0.008	0.007	-0.001
Si	-27.209	-8.12	12.142	-0.004	0	0.002
Si	-29.934	-5.402	12.161	-0.004	-0.013	-0.007
Si	-27.213	-2.678	12.147	-0.009	-0.012	-0.003
Si	-24.484	0.056	12.133	0.01	0.015	0.007
Si	-21.76	2.765	12.084	-0.002	0.014	-0.006
Si	-24.494	5.488	12.114	0.002	-0.018	0.002
Si	-21.762	-8.13	12.123	-0.008	-0.009	0.007
Si	-24.482	-5.406	12.127	-0.01	0.004	0
Si	-21.755	-2.68	12.12	0.012	0.003	0.005
Si	-19.027	0.018	12.087	-0.001	-0.003	0.004
Si	-16.313	2.717	12.113	-0.001	-0.01	0.003
Si	-19.037	5.452	12.103	-0.02	-0.014	0.001
Si	-16.302	-8.151	12.103	0.003	-0.001	0.005
Si	-19.03	-5.409	12.1	0.01	0.005	0.003
Si	-16.3	-2.712	12.102	0.003	0.008	0.008
Si	-13.603	-0.014	12.121	-0.008	-0.014	0.001
Si	-10.88	2.706	12.139	-0.002	0.003	0.001
Si	-13.584	5.439	12.116	0.009	0.005	0.002
Si	-10.861	-8.174	12.156	0.013	0.007	0.001
Si	-13.568	-5.455	12.115	-0.002	0.005	0
Si	-10.876	-2.744	12.161	-0.005	-0.005	0.009
Si	-8.167	-0.03	12.184	0.005	-0.001	0
Si	-5.446	2.688	12.234	0.002	0.009	0.005
Si	-8.162	5.422	12.185	0.004	0.002	0.003
Si	-5.456	-8.173	12.21	0.003	-0.003	-0.001
Si	-8.166	-5.464	12.188	-0.003	-0.013	0.004
Si	-5.443	-2.765	12.225	-0.003	0.011	-0.002
Si	-2.728	-0.041	12.262	0.001	-0.003	-0.002
Si	0.005	2.695	12.287	0.011	0	0.001
Si	-2.732	5.424	12.257	0.005	0.002	0.002
Si	-0.013	8.144	12.284	-0.002	-0.008	-0.006
Si	-2.737	-5.465	12.25	0.002	-0.002	-0.001
Si	-0.02	-2.743	12.273	0.005	0.001	-0.008
Si	1.368	1.331	13.653	0.005	-0.012	-0.003
Si	4.057	4.059	13.667	-0.002	0.013	0.006
Si	1.352	6.8	13.659	-0.006	0.003	-0.003
Si	4.064	-6.8	13.683	-0.01	0.001	0.011
Si	1.336	-4.086	13.654	-0.017	0.015	0.009
Si	4.067	-1.369	13.67	-0.004	0.004	0.004
Si	6.782	1.344	13.636	0	0.007	-0.005
Si	9.51	4.067	13.676	0.009	-0.005	0.008
Si	6.803	-9.536	13.665	0.011	-0.008	0.001
Si	9.518	-6.803	13.675	-0.003	0.009	0.002
Si	6.788	-4.088	13.692	0.004	-0.004	0.002
Si	9.5	-1.377	13.679	-0.001	0	0.01
Si	12.237	1.345	13.684	0.001	0.004	-0.007
Si	14.971	4.076	13.688	-0.003	0.004	0.003
Si	12.245	-9.525	13.673	-0.004	0	0.001
Si	14.971	9.515	13.66	-0.004	0.002	0.001
Si	12.232	-4.115	13.643	0.015	0.003	-0.005
Si	14.971	-1.368	13.683	-0.008	0.002	0.011
Si	17.704	1.353	13.692	0.005	-0.003	0.012
Si	20.417	4.07	13.663	0.006	-0.005	-0.003
Si	17.683	6.788	13.66	0.001	0.004	-0.001
Si	20.396	-6.788	13.661	-0.004	0	0.003
Si	17.686	-4.072	13.684	-0.009	-0.001	0.003
Si	20.42	-1.345	13.7	0.01	-0.005	0.008
Si	23.123	1.36	13.657	0.005	0.002	-0.005
Si	25.845	4.067	13.642	0.004	0.006	0.002
Si	23.121	-9.536	13.662	0.002	0.001	-0.002
Si	25.855	-6.782	13.654	0	-0.001	-0.003
Si	23.135	-4.051	13.672	0.014	-0.007	0.01
Si	25.86	-1.308	13.618	-0.016	-0.005	-0.002
Si	28.564	1.379	13.615	-0.007	-0.002	0.005
Si	31.291	4.115	13.595	-0.009	0.01	0.007
Si	28.587	-9.493	13.632	-0.01	-0.001	0.014
Si	31.34	-6.75	13.571	0.004	-0.028	-0.002
Si	28.59	-4.041	13.589	0.009	-0.008	0.003
Si	31.286	-1.326	13.578	-0.002	0.006	-0.001
Si	34.019	1.406	13.562	-0.005	0.002	0.01
Si	-28.532	4.134	13.535	0.004	-0.008	0.001
Si	34.031	-9.486	13.552	0.01	-0.01	-0.002
Si	-28.569	-6.763	13.5	-0.004	0.014	-0.002
Si	34.008	-4.053	13.55	0.009	-0.001	-0.003
Si	36.726	-1.327	13.535	0.016	0.004	0.011
Si	-25.825	1.419	13.511	-0.008	0.006	0.011
Si	-23.119	4.127	13.434	0.011	-0.002	0.001
Si	-25.842	-9.475	13.489	-0.002	-0.008	0.006
Si	-23.12	-6.759	13.481	-0.003	0.001	0
Si	-25.844	-4.044	13.476	0.011	-0.001	0.006
Si	-23.107	-1.292	13.469	0	-0.001	0.007
Si	-20.393	1.399	13.412	-0.006	-0.001	-0.008
Si	-17.686	4.08	13.457	0.007	-0.001	0.002
Si	-20.405	-9.512	13.458	0.008	0.003	0.006
Si	-17.664	-6.773	13.439	-0.013	0.007	-0.001
Si	-20.387	-4.043	13.459	0.001	-0.001	-0.003
Si	-17.666	-1.339	13.438	-0.003	0.006	0.001
Si	-14.972	1.34	13.477	-0.002	0.005	-0.002
Si	-12.235	4.077	13.489	-0.007	-0.006	0.004
Si	-14.946	-9.515	13.465	-0.011	0	0.008
Si	-12.216	-6.805	13.504	-0.002	-0.011	0.001
Si	-14.937	-4.091	13.444	0.019	-0.016	-0.004
Si	-12.261	-1.384	13.493	-0.004	0.016	0.001
Si	-9.541	1.337	13.52	-0.004	0.002	0.004
Si	-6.82	4.061	13.57	-0.006	-0.005	0.002
Si	-9.523	-9.537	13.545	-0.004	-0.003	0.006
Si	-6.824	-6.825	13.575	0	-0.001	-0.003
Si	-9.534	-4.114	13.55	0.003	0.01	0.007
Si	-6.826	-1.409	13.557	-0.002	-0.003	-0.002
Si	-4.097	1.316	13.611	0.003	-0.002	0.006
Si	-1.365	4.066	13.622	-0.006	-0.008	0.002
Si	-4.115	6.789	13.593	-0.008	0.008	0.001
Si	-1.399	9.489	13.631	0.006	-0.005	0
Si	-4.098	-4.123	13.623	-0.004	-0.007	0.007
Si	-1.382	-1.404	13.649	0.007	0.001	0.002
Si	0.016	-0.054	14.994	0.002	0.007	-0.011
Si	2.716	2.681	15.04	-0.004	-0.017	0.003
Si	-0.014	5.43	14.999	-0.001	0.008	-0.007
Si	2.702	8.158	15.043	0.002	-0.004	0.007
Si	-0.036	-5.468	14.98	0.004	-0.007	-0.005
Si	2.696	-2.725	15.028	0.001	0.006	0.005
Si	5.449	-0.01	15.015	0.004	0.011	-0.005
Si	8.112	2.706	15.002	-0.001	-0.016	0.006
Si	5.429	5.424	15.008	0.001	-0.01	0.003
Si	8.156	-8.167	15.024	0	-0.01	0.006
Si	5.418	-5.437	15.055	0.001	0.01	-0.001
Si	8.144	-2.729	15.061	-0.009	0.007	0.005
Si	10.861	-0.015	15.028	0.01	0.007	0.009
Si	13.613	2.701	15.034	0	0.009	-0.01
Si	10.884	5.429	15.024	-0.001	-0.006	0
Si	13.619	-8.163	15.02	-0.006	0.002	0.003
Si	10.873	-5.438	15.036	0.008	-0.008	0.004
Si	13.6	-2.771	14.985	-0.02	-0.012	-0.007
Si	16.343	-0.009	15.049	-0.006	-0.012	0.007
Si	19.078	2.717	15.046	0.007	0.006	0
Si	16.337	5.439	15.045	0.003	-0.006	-0.002
Si	19.042	8.149	15.007	0	0.007	-0.005
Si	16.324	10.874	15.029	-0.004	-0.006	0.002
Si	19.043	-2.7	15.05	-0.001	0.004	0.007
Si	21.777	0.031	15.069	0.008	0.007	0.007
Si	24.486	2.7	15.021	0.002	-0.002	0.006
Si	21.774	5.409	15.041	0.004	-0.005	-0.005
Si	24.483	-8.166	15	-0.002	-0.003	-0.011
Si	21.751	-5.416	15.016	0	0.005	0.003
Si	24.498	-2.635	14.991	0.014	0.009	-0.004
Si	27.214	0.031	15.011	-0.008	0.002	-0.007
Si	29.926	2.747	14.957	0.003	0.011	0
Si	27.221	5.431	14.974	-0.006	-0.004	0.003
Si	30.003	-8.108	14.928	0.009	0.015	-0.003
Si	27.236	-5.381	14.962	-0.011	0.004	0.007
Si	29.943	-2.685	14.963	-0.009	0.006	0
Si	32.653	0.044	14.917	-0.003	-0.001	0.002
Si	35.403	2.777	14.898	0.001	0.006	0.002
Si	32.686	5.477	14.923	-0.004	-0.001	-0.004
Si	35.394	-8.116	14.903	0.001	-0.004	0.008
Si	32.691	-5.399	14.964	0.002	0.006	0.006
Si	35.373	-2.702	14.896	-0.007	-0.011	-0.002
Si	38.097	0.053	14.862	0.005	-0.007	0.001
Si	-24.452	2.813	14.834	0.006	0.014	0.001
Si	-27.175	5.509	14.895	-0.012	0.007	0.006
Si	-24.48	-8.119	14.836	0.007	0.01	0
Si	-27.203	-5.405	14.834	-0.005	0	-0.003
Si	-24.486	-2.653	14.791	-0.013	0	0.008
Si	-21.745	0.1	14.804	0.006	0.012	0.007
Si	-19.057	2.718	14.807	-0.008	0	0.014
Si	-21.781	5.456	14.817	-0.008	-0.015	0.007
Si	-19.04	-8.127	14.766	-0.002	-0.002	0.007
Si	-21.757	-5.382	14.816	0.001	-0.005	0.006
Si	-19.024	-2.673	14.797	0.001	0.001	0.007
Si	-16.345	-0.007	14.846	0.003	-0.003	0.011
Si	-13.604	2.699	14.812	0.002	0.004	0.002
Si	-16.325	5.443	14.797	0	-0.006	0.01
Si	-13.584	-8.166	14.837	0.005	0.005	0.005
Si	-16.294	-5.43	14.801	-0.002	-0.003	0.002
Si	-13.612	-2.76	14.848	-0.018	-0.012	0.004
Si	-10.904	-0.044	14.859	-0.006	-0.009	0.006
Si	-8.201	2.694	14.903	0.004	-0.002	0.003
Si	-10.895	5.42	14.892	0.006	0.002	0.005
Si	-8.186	-8.181	14.94	0.013	-0.004	0.001
Si	-10.895	-5.465	14.93	0.005	-0.001	0.014
Si	-8.167	-2.782	14.929	0.011	0.004	-0.002
Si	-5.48	-0.07	14.94	-0.003	0	-0.002
Si	-2.722	2.684	14.962	0.013	-0.004	0.001
Si	-5.479	5.432	14.949	0.002	0.001	0.005
Si	-2.777	8.13	14.991	-0.002	0.001	0.004
Si	-5.469	-5.499	14.974	0.004	-0.001	0.004
Si	-2.744	-2.776	15.013	0.017	0.005	0
O	1.244	-0.472	23.012	-0.076	0.335	0.059
O	7.218	-1.203	23.261	0.187	0.34	0.205
O	11.071	2.802	22.114	0.155	-0.107	0.108
O	-0.649	2.037	22.427	0.632	0.412	-0.026
O	-1.428	3.523	24.391	-0.173	0.192	0.616
O	4.045	-4.57	23.564	-0.562	0.156	0.189
O	-5.634	0.739	25.974	0.13	-0.037	-0.414
O	-0.292	1.006	24.752	-0.216	0.126	0.643
O	4.387	6.8	-4.457	0.331	0.145	-0.038
O	7.022	-5.008	-5.957	-0.299	-0.072	-0.012
O	4.485	1.272	26.04	0.339	0.371	0.27
O	9.269	1.22	23.254	-0.068	-0.239	0.071
O	11.112	-7.832	-3.687	-0.414	0.42	-0.168
O	5.602	2.85	22.26	0.045	0.116	0.38
O	8.118	-5.515	22.1	-0.249	0.032	0.246
O	6.176	7.25	24.779	0.203	-0.066	-0.148
O	10.967	-8.038	22.063	0.16	0.24	0.408
O	21.058	-3.786	-5.362	-0.422	0.268	0.221
O	14.874	1.78	25.499	-0.283	-0.216	0.601
O	12.038	0.424	-6.339	0.203	-0.15	-0.04
O	13.33	4.458	22.036	0.525	0.041	-0.287
O	10.296	1.271	-4.58	-0.054	0.109	0.085
O	14.58	6.384	23.219	0.041	0.129	0.498
O	12.817	-6.482	23.069	0.45	0.344	0.045
O	14.753	-4.284	23.286	-0.408	-0.201	0.109
O	16.394	-2.618	22.237	0.034	-0.002	0.456
O	19.013	-2.742	-0.353	0.345	0.129	-0.688
O	19.173	2.711	-3.257	0.271	0.251	-0.533
O	26.68	1.876	23.312	0.31	-0.048	0.146
O	19.06	5.51	22.289	0.136	-0.207	-0.094
O	20.564	7.347	23.269	-0.16	0.312	0.139
O	19.23	-0.124	25.459	0.449	0.237	0.105
O	16.315	-8.171	22.326	0.108	-0.099	0.504
O	19.902	-4.646	22.984	-0.093	0.043	0.504
O	19.692	-5.905	25.262	0.541	0.172	-0.027
O	26.009	4.319	22.972	-0.037	-0.039	-0.498
O	21.7	2.792	22.464	-0.077	-0.206	0.205
O	18.693	4.916	25.722	0.03	0.558	0.02
O	25.008	6.604	22.367	-0.398	0.018	-0.038
O	24.541	6.832	-6.77	-0.187	0.174	-0.017
O	23.038	-7.736	22.509	-0.048	-0.453	0.084
O	24.494	-5.616	21.93	-0.006	0.017	0.142
O	26.338	-4.178	22.973	0.38	-0.148	0.167
O	28.711	-1.24	23.576	-0.538	-0.453	0.218
O	31.657	2.241	23.054	-0.107	0.264	0.246
O	-31.925	1.671	24.99	-0.311	-0.593	-0.245
O	28.522	3.657	23.008	0.186	-0.207	0.371
O	-32.388	4.176	24.663	-0.578	0.509	0.251
O	29.998	5.403	21.955	0.154	-0.058	0.481
O	31.141	7.215	23.166	-0.412	-0.066	0.63
O	27.181	-8.093	22.079	0.06	-0.183	0.511
O	30.929	-4.409	22.957	0.084	0.248	0.18
O	22.399	5.545	-5.856	0.075	-0.038	-0.599
O	-28.93	0.96	22.889	-0.009	0.315	0.411
O	-27.799	6.341	25.901	0.312	-0.496	0.313
O	-32.455	-1.958	-3.367	-0.071	-0.173	-0.276
O	-32.464	7.87	25.074	0.333	0.076	0.099
O	-31.212	3.059	22.707	0.2	-0.348	0.193
O	-26.923	-2.729	21.757	0.13	-0.177	0.197
O	-25.882	2.318	24.83	-0.167	-0.258	-0.255
O	-25.458	-0.911	22.867	0.582	0.183	0.058
O	-21.555	2.922	21.939	0.015	-0.001	0.085
O	-25.404	4.235	23.007	0.398	0.407	0.147
O	-19.171	6.685	-5.953	-0.311	-0.103	-0.198
O	-21.81	-5.493	-0.591	-0.008	0.077	-0.263
O	-25.802	-6.549	23.269	0.088	-0.098	0.529
O	-29.708	-4.982	-5.806	0.126	-0.247	0.52
O	-19.963	-1.169	22.975	-0.07	-0.177	0.473
O	-26.207	-0.224	25.346	-0.577	-0.154	0.321
O	-19.133	-3.415	25.349	-0.71	0.124	-0.333
O	-8.42	4.112	25.41	0.115	0.25	0.146
O	-19.785	4.542	23.038	-0.052	-0.451	0.213
O	-25.276	5.518	-3.698	0.203	0.07	-0.492
O	-18.273	6.642	22.948	0.047	-0.076	0.26
O	-21.488	-7.573	21.876	0.219	0.129	0.7
O	-25.454	-5.786	-4.212	-0.246	0.139	0.145
O	-12.191	1.936	23.088	0.086	0.043	0.148
O	-7.99	-1.195	-6.327	0.049	-0.412	-0.244
O	-14.59	6.854	-6.118	0.491	0.412	-0.053
O	-9.495	-0.812	23.095	-0.197	-0.085	0.595
O	-16.444	2.7	22.028	-0.077	-0.009	0.355
O	-17.613	1.826	-5.573	-0.393	0.115	0.261
O	-16.825	-4.428	-3.954	0.612	-0.263	0.349
O	-13.433	5.025	-4.73	-0.282	-0.352	0.039
O	-14.471	-6.529	22.865	-0.063	-0.246	0.085
O	-10.25	-5.666	25.669	-0.522	0.259	0.232
O	-12.855	-4.429	22.983	0.007	0.06	0.489
O	-11.029	-2.732	22.166	-0.091	-0.298	0.599
O	-10.362	5.34	-6.298	0.274	-0.006	-0.064
O	-1.782	2.603	-6.195	0.074	-0.285	-0.378
O	-28.937	1.97	-0.965	-0.445	0.254	0.258
O	-3.002	-6.341	22.903	0.186	-0.099	0.096
O	-5.856	3.918	25.408	0.016	-0.148	0.053
O	-11.119	7.945	22.02	-0.098	-0.085	-0.121
O	-7.156	-4.194	23.3	0.103	-0.345	0.124
O	-5.536	-2.713	21.986	0.204	-0.019	0.234
O	-4.266	-0.776	23.048	-0.371	0.203	0.407
O	0.938	-1.728	-5.55	-0.225	0.424	0.146
O	-5.584	-5.288	-3.169	0.099	0.003	-0.544
O	-4.095	4.207	23.507	0.209	-0.043	0.168
O	-3.493	4.637	26.271	0.476	0.3	0.013
O	1.853	-7.329	-1.122	-0.174	-0.204	-0.278
O	-1.515	5.835	22.908	-0.42	0.043	0.306
O	-4.752	-5.403	-6.275	-0.265	-0.073	0.839
O	3.022	3.229	25.153	0.362	0.137	-0.319
O	20.485	0.465	-5.638	0.242	-0.207	-0.012
O	-7.298	-1.687	24.18	0.287	-0.007	0.093
O	-17.366	-0.845	23.641	0.044	0.22	0.037
O	9.802	-3.906	23.137	0.399	0.389	-0.085
O	-7.635	8.035	-3.582	-0.39	0.149	-0.305
O	-19.039	-7.034	-5.744	0.337	0.155	-0.7
O	7.917	-2.568	-3.399	-0.321	-0.159	-0.391
O	9.491	4.322	-1.941	0.055	-0.121	-0.322
O	3.1	2.778	-3.405	-0.144	-0.002	-0.201
O	6.24	-0.418	-3.375	-0.676	-0.295	0.46
O	-26.836	-5.097	25.295	-0.219	0.074	0.116
O	20.786	3.248	26.2	0.068	-0.324	-0.559
O	12.033	5.856	23.683	-0.111	0.405	-0.316
O	20.727	6.406	-4.001	0.218	0.649	-0.276
O	-0.806	-6.766	24.367	-0.08	-0.353	0.164
O	-18.992	4.027	-5.931	-0.175	0.009	0.34
O	8.296	2.499	-3.346	-0.1	0.175	-0.445
O	-23.214	3.228	25.788	-0.228	-0.141	0.621
O	12.058	-1.742	-1.512	0.004	-0.342	0.124
O	-31.915	-1.333	26.071	-0.041	-0.111	-0.212
O	-17.938	-3.818	23.004	0.412	0.266	0.231
O	14.416	3.899	-3.673	-0.464	0.026	0.621
O	-1.445	3.41	-2.732	0.17	0.27	0.233
O	10.971	-5.7	24.739	-0.389	-0.326	0.142
O	14.11	-4.005	-1.076	-0.269	-0.113	0.019
O	-3.525	-2.436	26.285	0.127	-0.275	-0.179
O	22.471	7.857	24.967	0.062	-0.382	0.436
O	-5.862	-3.096	-5.633	-0.286	-0.338	0.091
O	18.929	5.273	-2.531	-0.09	0.187	0.488
O	-1.51	7.237	-1.394	-0.149	0.356	-0.115
O	14.607	7.263	-0.935	-0.58	-0.056	0.057
O	15.414	1.803	-4.846	0.236	0.012	0.032
O	24.395	-8.153	-0.477	-0.195	-0.281	-0.23
O	-16.586	-0.603	-5.82	-0.477	-0.195	0.06
O	17.488	-5.049	-6.315	0.429	0.283	0.022
O	21.113	5.636	25.232	0.208	-0.163	-0.034
O	-2.769	-5.339	25.337	0.276	0.671	0.214
O	24.447	-3.993	24.919	-0.13	0.371	-0.083
O	27.077	1.575	-6.234	-0.728	-0.085	0.128
O	-7.745	1.497	-6.622	-0.541	-0.126	0.554
O	28.87	3.447	-6.812	0.144	-0.1	-0.025
O	23.214	3.224	-0.993	-0.409	-0.068	-0.372
O	26.927	-4.13	25.49	-0.33	-0.325	0.407
O	26.782	6.864	-5.24	-0.069	0.433	0.632
O	-24.256	1.374	-1.428	0	0.021	-0.062
O	17.31	4.103	23.55	-0.213	-0.289	0.136
O	23.57	-3.856	-5.222	0.43	-0.191	-0.331
O	-22.041	0.011	-0.641	0.044	-0.31	-0.538
O	29.444	-4.808	25.041	0.076	0.122	0.331
O	-32.493	-2.682	22.177	-0.246	0.189	0.396
O	-29.895	-2.409	-6.129	0.137	0.114	-0.21
O	-6.795	8.055	24.981	-0.565	-0.185	-0.034
O	-8.69	1.467	-2.825	0.092	0.022	-0.045
O	21.815	4.075	-3.774	0.004	0.246	0.494
O	10.872	-3.09	25.275	-0.236	0.123	0.421
O	29.521	0.766	-6.208	0.01	0.38	-0.513
O	-23.798	0.787	25.56	0.29	-0.699	-0.17
O	-27.548	-0.872	-4.821	-0.136	-0.132	-0.498
O	-14.919	4.273	-6.668	0.002	-0.491	0.144
O	-29.52	8.12	-3.767	0.1	0.55	0.321
O	-26.683	2.397	-2.247	0.139	0.285	0.464
O	-28.85	7.577	-6.24	-0.166	0.025	-0.159
O	23.82	-2.28	-3.285	-0.611	0.254	0.215
O	22.292	-6.077	-4.61	-0.147	-0.21	0.472
O	-28.388	-6.589	23.929	-0.241	-0.642	0.015
O	27.084	3.767	25.24	-0.477	-0.109	0.232
O	8.351	8.051	-0.322	-0.149	0.093	-0.317
O	-5.341	5.31	-0.434	-0.171	0.172	-0.503
O	-7.061	-3.924	-1.373	-0.456	0.502	-0.379
O	-19.191	0.304	25.036	0.476	-0.276	0.618
O	5.29	-4.64	-1.131	0.378	0.097	0.127
O	11.912	-0.752	-3.96	0.206	0.067	-0.114
O	-6.698	6.383	23.092	-0.043	-0.29	0.422
O	2.301	-3.802	-4.81	0.583	-0.406	-0.019
O	-28.224	6.645	23.318	0.113	0.317	0.201
O	-19.225	-5.553	-3.571	-0.23	-0.261	0.48
O	21.644	-2.9	22.154	-0.046	-0.045	0.417
O	-20.16	-7.413	-1.426	0.152	0.214	-0.214
O	-26.121	8.041	-3.637	-0.475	0.181	0.027
O	-21.292	-6.99	-4.397	0.315	-0.126	0.503
O	-12.264	7.512	-1.108	0.476	-0.111	-0.296
O	0.712	4.368	23.189	0.163	-0.437	0.422
O	-7.251	0.409	22.574	0.29	0.022	-0.154
O	5.388	0.15	-0.321	-0.036	0.028	-0.317
O	23.445	-1.15	-5.648	-0.196	0.538	0.158
O	-25.51	0.477	-3.644	0.1	-0.491	0.322
O	22.848	-5.941	24.251	-0.296	0.124	-0.41
O	-6.743	7.764	-5.998	-0.347	-0.255	0.093
O	-0.415	5.638	25.274	-0.287	0.212	0.14
O	10.39	6.54	-1.023	0.517	0.128	-0.177
O	-20.18	-2.326	-6.373	-0.054	0.116	-0.072
O	-23.658	-7.462	-3.322	0.305	-0.087	0.393
O	28.743	-2.378	25.936	-0.295	0.059	0.279
O	15.278	-2.09	-2.246	0.243	-0.022	0.101
O	-10.413	5.553	24.691	0.276	0.292	-0.411
O	4.141	-6.67	-2.28	-0.068	0.165	-0.159
O	24.947	-7.676	24.438	0.541	0.242	-0.393
O	-18.612	1.119	22.598	-0.499	0.271	0.163
O	32.603	5.467	-0.417	-0.008	-0.032	-0.269
O	-18.44	6.954	-1.259	0.256	-0.023	-0.279
O	-16.839	4.13	25.835	0.282	-0.269	-0.656
O	7.041	3.665	-1.311	-0.074	0.189	-0.364
O	-14.434	-5.023	24.979	-0.079	0.196	0.091
O	-9.381	-3.023	-4.962	-0.42	0.215	0.102
O	-7.07	3.486	-3.271	0.245	-0.271	0.032
O	11.842	6.904	-5.681	0.18	0.231	0.113
O	-3.397	-1.738	-1.236	0.654	-0.02	0.086
O	-23.369	1.838	23.294	-0.224	-0.363	0.161
O	1.989	5.849	-4.683	0.202	-0.327	0.231
O	-9.499	-0.49	-4.381	-0.035	0.353	-0.387
O	28.627	-7.027	-1.389	0.137	-0.387	-0.339
O	-1.536	-2.185	-6.453	-0.086	0.139	0.616
O	-3.514	3.52	-4.454	0.028	0.1	-0.148
O	32.036	1.447	-6.119	-0.125	0.537	-0.021
O	0.719	-2.476	-2.507	-0.279	0.012	-0.179
O	-12.312	-6.594	24.363	0.002	-0.361	0.044
O	-5.065	-6.552	25.651	0.101	-0.12	-0.686
O	2.898	-1.644	-3.592	0.233	0.528	-0.099
O	2.187	0.703	25.181	0.028	-0.199	0.312
O	3.617	-5.13	26.237	-0.058	0.537	0.387
O	7.588	-7.325	-4.824	-0.162	-0.063	-0.116
O	30.265	-2.483	-3.351	-0.156	0.412	-0.474
O	28.102	4.581	-1.194	0.164	0.41	-0.647
O	-0.067	7.957	22.072	0.007	-0.194	0.546
O	11.751	-1.779	23.107	-0.597	-0.142	-0.005
O	6.479	-7.347	22.913	-0.016	-0.325	0.375
O	7.493	7.095	-6.768	-0.021	0.366	-0.554
O	-10.564	8.053	25.428	0.345	-0.188	0.258
O	-15.54	-3.015	-5.857	0.225	-0.312	-0.007
O	0.138	-0.119	-0.11	-0.078	-0.009	-0.064
O	-21.925	-2.916	22.125	0.084	-0.139	0.322
O	31.064	5.991	25.853	-0.094	-0.097	-0.689
O	-0.332	6.25	-3.536	0.634	0.272	0.195
O	-23.728	-2.082	-3.104	0.567	0.445	0.333
O	-12.406	1.268	-5.52	0.446	-0.235	-0.166
O	-20.842	0.203	-6.344	0.13	0.506	0.45
O	6.139	-5.49	-3.558	-0.33	0.042	-0.104
O	16.165	-0.153	-6.451	-0.002	-0.439	0.202
O	21.573	1.581	-3.073	0.016	-0.604	0.111
O	25.332	6.046	24.834	0.104	-0.45	0.436
O	-22.789	5.366	24.587	-0.107	-0.262	-0.161
O	-19.096	-3.008	-3.588	-0.155	-0.037	-0.452
O	-22.847	4.929	-2.993	-0.061	-0.178	-0.357
O	0.21	-5.591	-0.186	-0.21	-0.208	-0.294
O	5.432	5.446	-0.375	0.066	-0.298	-0.37
O	-13.735	-2.533	-0.552	0.177	-0.125	-0.42
O	-30.114	-1.017	-3.705	-0.23	-0.019	-0.601
O	-16.901	7.766	-5.297	0.067	0.151	0.225
O	5.751	-0.688	-5.875	0.26	-0.136	0.121
O	-9.8	-6.711	23.354	0.508	0.249	0.309
O	-2.127	-1.157	24.566	0.332	-0.351	0.087
O	-22.489	6.137	-0.744	-0.016	0.117	0.003
O	-15.616	-7.103	25.907	-0.185	-0.267	-0.515
O	13.654	2.597	-0.5	0.126	0.137	-0.244
O	17.424	-1.949	26.171	-0.452	0.418	0.094
O	17.603	3.455	-1.316	-0.272	-0.621	-0.07
O	-0.096	-4.537	-3.817	-0.539	-0.37	-0.032
O	20.326	-6.417	-2.695	0.126	-0.093	-0.394
O	-5.316	-0.007	-0.491	-0.164	-0.044	-0.206
O	18.004	-6.411	23.265	-0.187	-0.297	0.524
O	-2.297	7.846	-3.894	0.277	0.25	-0.416
O	15.497	-7.343	-2.697	0.143	0.26	0.261
O	31.407	0.961	-1.375	0.239	-0.421	-0.239
O	7.288	-1.437	-1.174	0.289	-0.438	-0.057
O	-8.156	0.671	24.946	-0.389	0.318	0.164
O	18.712	7.861	-3.239	-0.195	-0.147	-0.585
O	25.009	0.093	22.701	-0.277	-0.22	-0.05
O	-21.297	1.766	24.844	0.214	0.02	-0.223
O	16.291	5.407	-0.229	0.089	0.102	-0.273
O	-31.591	3.812	-4.179	0.25	-0.447	-0.676
O	25.714	-2.339	-5.155	0.14	-0.21	-0.431
O	19.65	1.248	23.293	-0.261	0.331	0.36
O	18.139	-6.817	-1.301	-0.29	-0.373	-0.143
O	-6.395	5.804	-4.297	0.613	-0.368	0.357
O	7.677	0.863	-5.168	0.044	0.181	-0.578
O	-13.686	0.046	22.099	0.256	0.12	0.112
O	-9.579	-0.841	-1.834	0.31	-0.434	-0.408
O	-31.83	-7.317	-1.464	0.332	0.117	-0.654
O	31.585	2.97	-3.063	-0.086	0.213	0.23
O	-26.566	-7.693	25.523	0.265	-0.026	0.08
O	21.752	5.292	-0.319	0.036	-0.071	-0.25
O	31.241	7.487	-1.341	-0.23	-0.039	-0.17
O	23.956	-1.307	-0.954	-0.183	0.296	-0.027
O	13.83	4.044	24.503	0.028	-0.017	0.494
O	21.806	0.018	-0.23	0.051	-0.014	-0.362
O	25.196	1.452	-1.24	-0.105	-0.483	-0.211
O	19.861	1.519	-1.072	-0.584	0.202	-0.086
O	17.108	0.804	24.387	-0.51	0.201	-0.183
O	10.526	-2.986	-3.383	0.045	-0.054	-0.14
O	-17.946	-0.883	-2.644	-0.086	-0.096	0.218
O	0.057	4.051	-4.874	-0.127	0.048	0.631
O	32.048	5.659	-3.654	-0.08	0.03	0.687
O	-32.079	0.731	-3.267	0.39	0.387	-0.219
O	30.716	-6.087	-5.774	0.148	-0.497	-0.151
O	4.29	7.476	23.027	-0.18	0.287	0.168
O	-1.902	-2.554	-3.316	0.024	0.454	-0.652
O	-25.318	-4.886	-6.743	0.198	0.033	-0.067
O	31.732	-3.605	-1.591	-0.11	0.32	-0.055
O	26.224	6.449	-1.327	-0.014	0.269	-0.329
O	-9.457	-5.524	-5.747	-0.25	-0.323	0.054
O	-32.045	5.075	-6.962	0.092	0.179	0.225
O	-11.238	5.952	-3.857	0.331	0.522	0.274
O	-29.954	5.264	24.81	-0.24	0.317	-0.509
O	-27.827	6.109	-3.545	-0.094	-0.736	-0.008
O	31.015	-6.41	-2.268	0.082	0.472	0.247
O	6.045	-4.616	25.305	0.046	0.197	0.023
O	18.744	-1.481	-5.52	-0.363	-0.33	0.527
O	-9.098	-8.132	-1.168	-0.225	-0.361	-0.142
O	11.094	5.798	-3.43	0.591	-0.208	-0.413
O	-9.663	3.629	23.04	-0.168	-0.612	-0.079
O	27.625	-0.595	-4.951	-0.051	0.402	0.309
O	-12.34	-4.3	-1.664	-0.378	0.21	-0.724
O	-28.483	0.872	-3.264	-0.281	0.009	-0.313
O	8.713	-4.996	-3.899	0.424	-0.152	-0.237
O	-18.053	-3.823	-6.085	0.021	0.096	0.049
O	-29.657	-0.202	25.201	0.063	0.225	0.192
O	18.369	-1.019	23.042	0.011	-0.117	-0.028
O	-5.637	2.513	22.217	-0.013	-0.039	0.238
O	20.318	7.126	-1.384	-0.263	0.528	-0.282
O	-20.784	4.307	-1.453	0.247	-0.149	-0.663
O	-27.155	2.683	21.96	-0.191	-0.01	0.635
O	-3.467	-0.603	-6.971	0.324	0.247	-0.172
O	-22.818	7.304	-5.301	0.157	-0.031	0.007
O	-27.161	0.067	-0.327	-0.075	0.037	-0.435
O	-14.366	4.359	22.334	0.083	-0.18	0.032
O	18.192	-7.56	-6.112	-0.314	-0.497	-0.045
O	-1.966	-0.217	22.094	-0.058	-0.536	-0.446
O	-10.434	-5.903	-1.061	-0.035	0.169	0.33
O	-5.332	-0.502	-5.094	0.172	0.493	0.238
O	-20.772	6.622	-2.633	-0.27	0.236	-0.253
O	-19.111	5.906	25.336	0.508	0.055	0.064
O	10.956	6.572	25.829	-0.605	0.08	0.158
O	28.258	-5.27	-6.063	-0.524	0.217	0.409
O	2.415	8.092	-3.434	-0.476	-0.007	-0.299
O	-13.078	1.723	25.601	-0.332	-0.379	-0.082
O	-17.153	1.166	-1.237	0.311	0.066	0.045
O	25.899	-1.969	24.175	0.333	0.127	-0.087
O	-6.705	7.22	-1.361	0.072	-0.132	-0.531
O	-6.818	2.068	-1.158	0.343	0.107	-0.033
O	-8.407	5.363	21.649	-0.151	0.27	-0.177
O	-24.911	4.347	-1.335	0.12	-0.191	0.076
O	0.882	2.309	-6.517	-0.24	-0.605	-0.281
O	-5.366	-5.346	-0.014	0.286	0.045	0.282
O	17.974	1.036	-5.149	0.241	0.757	0.162
O	24.455	-0.224	25.345	0.144	0.144	0.205
O	16.22	-5.412	-0.309	0.016	-0.109	-0.096
O	-21.27	5.34	-6.311	-0.088	-0.36	0.049
O	12.026	4.471	-1.324	0.362	0.232	-0.294
O	1.443	-6.172	-5.342	-0.163	-0.383	0.467
O	30.16	0.27	22.194	-0.112	-0.096	0.129
O	-8.965	3.63	-1.333	-0.269	-0.081	-0.126
O	-15.012	1.485	-5.881	-0.006	0.84	0.197
O	-11.014	3.355	-4.572	0.189	-0.338	0.012
O	12.441	-7.083	-1.452	-0.004	-0.188	-0.126
O	13.406	7.503	-3.18	-0.384	-0.442	-0.17
O	-10.741	5.433	-0.429	0.077	0.025	-0.512
O	-3.329	-6.168	-3.952	0.61	0.351	-0.26
O	-25.687	-6.585	-1.678	-0.014	0.702	-0.211
O	27.03	5.013	-3.476	0.49	-0.246	-0.033
O	-25.988	0.678	-6.24	-0.138	0.362	0.003
O	22.627	-6.429	-1.373	0.295	-0.164	-0.484
O	-12.961	4.851	-2.186	-0.148	0.206	0.439
O	2.052	5.476	26.125	0.433	0.332	-0.317
O	13.446	-2.657	24.909	0.372	0.289	0.061
O	-3.916	-6.754	-1.504	0.293	-0.266	-0.054
O	-30.58	-5.684	22.795	-0.277	0.357	0.089
O	-25.07	-1.586	-5.28	-0.2	-0.111	-0.708
O	-12.339	-6.742	-2.721	-0.245	-0.17	-0.362
O	-31.184	3.653	-1.537	-0.233	-0.31	-0.113
O	-11.19	1.037	-3.195	-0.199	-0.325	0.524
O	2.244	4.062	-1.203	0.553	0.22	-0.365
O	0.183	5.495	-0.431	-0.037	0.166	-0.578
O	8.964	1.945	-0.922	-0.094	0.179	-0.279
O	-31.2	6.755	-5.084	0.067	-0.443	-0.336
O	11.831	-0.664	25.483	0.056	-0.183	0.318
O	-7.303	-6.489	-1.711	0.237	0.082	0.643
O	15.713	6.263	-3.108	0.59	0.021	0.255
O	22.576	1.276	26.095	-0.157	0.173	-0.55
O	27.257	7.768	25.734	0.233	-0.155	-0.617
O	-16.55	-2.895	24.984	0.392	0.069	0.243
O	27.115	-0.091	-0.378	-0.205	-0.158	-0.232
O	-5.865	-3.385	25.493	0.32	-0.243	-0.026
O	15.362	5.429	-5.561	0.248	0.309	-0.293
O	10.709	0.071	-0.325	-0.149	0.128	-0.367
O	26.977	-5.313	-0.388	0.055	-0.016	-0.29
O	3.769	7.225	-1.276	0.265	-0.218	-0.547
O	-29.89	5.284	21.993	-0.193	0.308	0.196
O	-13.52	7.25	-3.282	-0.629	0.253	-0.137
O	-4.765	6.354	24.834	0.415	0.37	0.373
O	20.021	4.523	-5.766	-0.576	-0.233	0.197
O	6.629	-6.828	-1.397	-0.115	-0.293	-0.382
O	-28.198	-4.196	-1.568	-0.161	-0.667	-0.413
O	-3.524	-4.224	-2.091	-0.067	-0.06	0.57
O	-23.749	4.952	-6.44	-0.094	-0.315	0.546
O	-17.177	-5.305	25.069	-0.293	-0.736	-0.152
O	-30.044	-5.005	25.295	-0.136	0.044	0.001
O	31.028	-3.564	-6.554	-0.33	-0.187	0.049
O	-8.506	-3.651	25.479	-0.35	0.384	0.006
O	15.284	-4.631	-3.323	0.526	0.26	-0.4
O	20.74	-4.721	-0.782	0.252	-0.216	0.164
O	27.76	-2.908	-3.654	-0.02	-0.373	-0.142
O	-19.08	2.713	-0.439	0.172	-0.01	-0.649
O	10.861	-5.439	-0.331	0.149	0.005	-0.383
O	16.035	5.204	25.631	-0.349	0.446	-0.405
O	9.564	6.716	23.4	-0.594	-0.138	0.112
O	-22.405	7.697	25.66	-0.182	0.586	-0.018
O	-16.235	-5.59	-0.534	0.039	0	-0.602
O	-16.368	8.138	22.071	-0.218	-0.211	0.601
O	31.689	6.956	-5.949	-0.569	0.059	-0.142
O	-14.936	3.418	-1.385	-0.544	-0.374	-0.475
O	-8.922	4.983	-4.186	-0.124	0.22	0.168
O	-26.01	-3.414	-2.799	-0.046	-0.401	-0.279
O	2.708	8.05	-6.081	0.124	-0.317	-0.228
O	7.753	5.378	25.642	0.28	0.093	0.041
O	6.884	6.378	-4.345	0.117	-0.202	0.464
O	0.912	2.096	-2.104	-0.061	-0.074	0.015
O	-1.12	-3.879	-1.365	-0.24	0.177	-0.255
O	15.79	-6.564	-5.115	0.003	-0.09	-0.519
O	28.95	-6.236	22.881	-0.137	-0.052	0.345
O	-15.12	5.656	24.404	0.026	0.142	-0.102
O	3.36	3.193	-5.941	0.303	0.307	-0.228
O	29.133	-4.597	-2.255	0.093	0.038	0.402
O	28.916	5.904	-6.117	0.066	0.07	0.178
O	-20.816	6.862	23.682	0.028	0.681	-0.442
O	-2.761	1.345	23.95	-0.654	0.654	0.167
O	-1.439	1.158	-1.6	-0.732	-0.368	-0.145
O	-25.862	-2.745	24.69	0.18	-0.251	-0.264
O	-25.227	-1.663	-1.028	0.523	0.328	-0.081
O	-32.24	-5.127	-6.535	-0.2	-0.084	-0.069
O	29.822	2.769	-0.394	0.053	0.2	-0.148
O	-0.443	1.549	-4.233	0.147	-0.56	-0.129
O	13.509	-5.285	25.314	0.053	-0.163	0.703
O	26.479	4.212	-5.926	-0.048	-0.044	-0.249
O	-11.073	0.331	-0.299	0.043	0.175	0.069
O	-18.04	-4.148	-1.592	-0.401	0.479	-0.076
O	-20.217	-0.809	-4.095	-0.31	0.41	0.036
O	-5	-7.998	22.985	-0.132	0.031	0.262
O	-15.124	-1.867	23.012	0.322	-0.287	0.143
O	-4.595	-2.318	-3.459	0.069	-0.182	0.106
O	5.46	-2.796	22.3	0.01	0.046	0.002
O	-30.259	5.712	-2.783	-0.293	0.289	-0.028
O	26.046	-1.212	-2.778	0.312	0.326	0.09
O	-31.361	-0.755	-1.312	-0.548	0.39	0.077
O	7.499	4.503	23.152	-0.116	0.441	0.026
O	8.015	2.747	25.04	-0.219	-0.027	0.684
O	13.368	-6.318	-3.83	-0.124	0.184	-0.271
O	-14.516	-7.426	-1.394	-0.281	-0.264	-0.352
O	16.32	-0.304	-3.68	0.009	-0.147	-0.189
O	31.343	-1.077	-5.817	-0.023	-0.2	0.614
O	-32.609	-5.38	-0.032	-0.069	0.062	0.259
O	20.874	-7.513	-6.233	0.053	0.31	-0.028
O	22.425	2.233	-5.503	0.667	0.077	-0.165
O	-28.31	-3.566	-4.194	-0.35	0.11	-0.057
O	-20.215	-1.64	-1.578	-0.274	-0.575	-0.141
O	0.727	-1.393	25.386	-0.036	-0.466	-0.293
O	23.088	7.853	-4.941	-0.292	0.308	0.602
O	-28.79	7.338	-1.359	-0.008	0.468	-0.066
O	22.003	-3.988	25.808	-0.341	-0.226	-0.2
O	-27.146	5.47	-0.496	-0.046	-0.115	-0.178
O	-24.369	7.981	-0.41	-0.175	-0.167	-0.184
O	-3.823	3.54	-1.648	-0.157	-0.539	-0.236
O	2.736	5.538	22.181	0.185	-0.138	0.306
O	-30	-2.74	-0.396	-0.367	0.087	0.068
O	1.113	7.684	24.874	0.543	-0.257	-0.226
O	13.532	-0.054	22.196	0.091	0.188	0.024
O	-8.069	-4.848	-3.65	0.097	-0.08	-0.126
O	12.845	1.763	-4.258	-0.1	0.144	0.184
O	23.328	-6.66	-6.88	0.521	-0.456	-0.105
O	-1.436	-4.365	23.327	0.244	0.315	0.212
O	-7.658	-6.033	26.043	0.154	0.096	-0.119
O	17.883	-4.118	24.592	0.126	0.035	-0.246
O	1.537	-6.679	23.17	0.555	0.229	0.124
O	9.332	7.048	-4.909	-0.089	-0.193	-0.33
O	28.946	-6.681	-3.945	-0.15	-0.425	0.013
O	-27.917	-1.319	23.715	-0.117	-0.438	0.005
O	19.867	-2.521	26.19	-0.216	-0.376	-0.29
O	-25.269	4.795	25.526	-0.196	0.25	0.371
O	-2.852	5.558	-2.924	-0.285	0.168	0.268
O	-7.237	-1.834	-3.893	0.036	0.107	0.467
O	9.875	4.471	24.52	0.177	-0.539	-0.064
O	-12.541	2.502	-0.944	0.448	0.39	0.053
O	13.142	-3.065	-3.417	-0.17	-0.306	-0.804
O	7.597	-2.471	25.602	0.119	-0.037	0.472
O	5.128	4.236	-4.184	0.24	0.161	0.242
O	12.544	-7.705	25.409	0.253	-0.026	0.074
O	-10.802	2.933	25.179	-0.041	-0.302	0.187
O	-24.505	2.96	-3.496	0.261	-0.071	-0.65
O	18.041	-6.054	-3.916	-0.197	0.309	0.126
O	31.983	-4.31	-4.204	0.048	-0.246	0.198
O	25.409	-3.404	-1.344	-0.149	-0.135	-0.294
O	-19.069	2.766	25.966	-0.083	0.295	0.062
O	30.954	4.101	-5.333	0	-0.159	0.161
O	4.692	-6.861	24.722	-0.5	-0.239	-0.045
O	-26.479	6.545	-5.784	0.536	-0.035	-0.229
O	32.338	-8.1	-3.696	-0.001	0.452	-0.468
O	-16.492	6.748	26.302	-0.643	0.095	-0.243
O	-30.874	-7.219	-6	-0.484	-0.049	0.25
O	3.449	-1.805	-6.225	0.107	0.016	-0.275
O	5.127	1.637	-4.684	-0.084	-0.222	0.315
O	-16.431	5.4	-0.518	0.116	0.156	-0.488
O	-12.402	6.317	26.241	-0.181	-0.038	-0.222
O	-3.446	-7.667	-6.109	0.483	-0.407	-0.302
O	-31.099	-0.013	-6.309	0.312	0.073	0.36
O	17.014	4.133	-3.862	0.127	-0.131	-0.393
O	8.782	-0.122	-2.981	0.289	-0.207	0.233
O	5.504	5.447	-6.405	-0.655	-0.155	-0.281
O	-0.027	-2.617	22.155	-0.031	-0.052	0.398
O	1.335	-6.236	25.781	-0.35	0.529	0.197
O	-16.054	-5.555	-6.282	0.305	-0.248	0.435
O	3.368	1.706	-1.055	-0.289	-0.189	-0.053
O	19.471	0.047	-3.302	-0.133	-0.563	0.384
O	3.903	1.365	23.407	0.193	-0.398	0.046
O	30.718	0.665	-3.924	-0.707	-0.454	0.199
O	-27.974	-1.7	-2.415	0.388	0.297	0.341
O	28.268	0.154	25.875	-0.505	-0.008	0.014
O	-23.268	7.399	23.078	-0.582	0.334	0.358
O	17.343	-0.885	-1.241	0.181	0.303	-0.255
O	-12.928	6.373	23.041	-0.011	0.131	0.308
O	-19.383	-5.687	21.983	-0.007	0.249	0.585
O	9.049	-3.948	-1.45	-0.283	0.251	-0.118
O	28.695	-2.123	-1.261	0.369	-0.08	-0.119
O	8.717	-4.753	25.431	0.081	-0.634	0.184
O	-15.52	-0.845	-1.542	0.174	-0.124	-0.525
O	22.182	-1.377	26.15	-0.106	-0.031	0.027
O	-12.98	4.082	24.45	-0.13	0.207	0.167
O	30.745	-0.859	25.313	0.303	0.192	-0.133
O	7.936	0.14	25.299	0.071	-0.01	0.54
O	15.173	0.539	-1.398	-0.113	-0.078	-0.317
O	23.997	2.556	-3.362	0.294	-0.239	-0.231
O	-4.977	8.026	-4.054	-0.019	-0.025	0.396
O	12.494	1.75	24.592	-0.597	0.014	-0.231
O	0.24	-4.104	-6.397	-0.412	-0.48	-0.512
O	-31.048	2.616	-6.992	0.233	0.16	0.447
O	-27.617	4.252	24.408	-0.197	-0.138	0.047
O	-10.669	-4.892	-3.541	0.031	0.2	-0.198
O	-15.318	-0.72	25.44	0.173	0.468	-0.142
O	13.856	3.385	-6.178	-0.499	-0.185	-0.247
O	-22.439	-1.597	-5.317	-0.177	0.48	-0.134
O	23.469	4.663	23.29	-0.318	0.053	0.496
O	-24.035	-4.974	22.116	0.128	0.036	0.295
O	24.653	5.614	-4.505	-0.374	-0.24	0.633
O	25.575	3.954	-1.637	-0.229	0.043	-0.001
O	-23.463	-6.445	-5.735	0.238	-0.05	-0.654
O	-0.031	6.297	-6.222	-0.695	0.42	-0.167
O	-30.496	-1.151	22.959	-0.147	-0.11	0.309
O	23.345	-1.603	23.403	-0.37	-0.456	0.354
O	-27.669	-3.693	-6.76	0.094	0.334	-0.144
O	2.326	-1.069	-1.05	0.543	0.416	-0.079
O	19.925	7.889	25.806	-0.489	-0.396	0.171
O	-16.149	0.752	-3.607	0.122	0.173	-0.04
O	17.2	2.874	25.906	0.177	-0.172	0.311
O	14.676	2.098	22.966	0.462	0.244	0.075
O	10.18	1.38	25.732	0.007	0.436	0.337
O	-20.478	-4.865	-5.821	-0.445	0.116	-0.044
O	15.605	-3.796	25.791	-0.167	0.067	0.414
O	-13.297	2.54	-3.407	-0.329	-0.103	-0.446
O	-18.81	7.941	-3.571	0.312	0.164	0.177
O	5.515	-0.998	25.325	-0.509	-0.181	-0.148
O	-4.336	1.662	-6.104	-0.139	0.088	0.086
O	-13.981	-0.869	-6.163	0.364	-0.354	0.306
O	3.041	-3.448	-1.465	-0.021	-0.347	-0.363
O	-23.725	-3.885	-4.992	0.446	-0.128	-0.075
O	13.693	6.411	26.143	-0.001	-0.014	-0.119
O	-32.202	-7.647	22.579	0.041	-0.307	-0.257
O	-7.273	3.95	-5.927	-0.047	0.137	-0.216
O	28.667	-7.835	-6.311	0.373	-0.076	-0.539
O	-29.113	3.381	-3.156	-0.052	0.02	-0.626
O	-28.649	-4.077	23.16	0.305	0.314	0.539
O	22.017	-4.321	-2.929	-0.004	0.46	0.33
O	31.16	-6.656	24.224	-0.109	-0.048	0.493
O	-23.843	-3.932	-1.313	-0.385	-0.121	-0.119

Results
total energy: -406617.932 eV
total energy less fixed offsets of O -438.25, Si -107.07 eV per atom: -5.132 eV
